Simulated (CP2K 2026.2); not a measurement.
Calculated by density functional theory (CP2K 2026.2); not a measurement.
Periodic cell of 2016 atoms, Si1440O576, from a study of silicon, its oxide and their interface. The atomic structure is a simulated model.
Doubt: the forces sum to 1.53 eV/angstrom along one axis rather than to zero, so they err by at least 0.0008 eV/angstrom per atom on average; the grid cutoff is modest.

Settings: functional PBE; method Gaussian and plane waves; basis set DZVP-MOLOPT-SR-GTH; pseudopotentials GTH-PBE; grid cutoff 300 Ry, relative cutoff 40 Ry; k points Gamma only; occupations fixed; spin none; net charge 0.

Cell vectors (angstrom)
a 65.28 0 0
b 0 16.32 0
c -0.8156 -2.6629 34.6391

Atoms and the computed forces on them: element, x, y, z (angstrom), force x, y, z (eV/angstrom)
Si 0.597 -0.666 -0.1 0.137 -0.259 0.811
Si 3.516 1.691 -0.032 0.212 -0.055 0.745
Si 1.355 3.938 -0.001 -0.126 0.2 0.752
Si 4.208 6.53 -0.229 -0.061 0.165 0.716
Si 0.942 -6.481 0.008 0.077 -0.016 0.752
Si 3.952 -3.871 -0.4 0.052 -0.239 0.7
Si 7.038 -1.599 -0.368 -0.11 0.207 0.672
Si 9.895 1.127 -0.154 -0.156 0.136 0.677
Si 6.58 4.424 -0.271 -0.009 -0.163 0.594
Si 9.125 7.074 -0.048 0.357 -0.263 0.624
Si 6.865 9.353 -0.01 -0.289 0.295 0.673
Si -7.069 -3.8 0.078 0.064 -0.017 0.59
Si -4.198 -1.011 0.098 -0.033 -0.25 0.691
Si -1.572 1.496 0.4 0.016 0.062 0.523
Si -3.805 3.612 0.066 -0.005 0.156 0.706
Si -1.7 6.843 0.075 0.327 -0.093 0.709
Si -3.997 -7.303 -0.119 -0.203 0.478 0.714
Si -1.345 -4.328 -0.112 -0.129 0.17 0.757
Si 2.397 0.125 1.277 -0.006 -0.027 -0.052
Si 5.367 2.766 0.994 -0.039 0.03 -0.037
Si 2.654 5.466 1.197 0.02 0.005 -0.047
Si 5.252 8.161 1.169 -0.006 -0.019 -0.04
Si 2.624 -5.264 1.09 0.01 0.018 -0.041
Si 5.395 -2.656 1.021 0.012 0.037 -0.047
Si 8.177 -0.012 1.022 0.01 -0.011 -0.027
Si -5.427 2.679 1.473 -0.023 0.011 -0.064
Si 8.033 5.469 1.242 0.003 -0.047 -0.078
Si -5.59 8.124 1.336 -0.01 -0.015 -0.039
Si 8.059 -5.372 1.226 0.009 -0.008 -0.023
Si -5.466 -2.618 1.3 0.017 0.046 -0.041
Si -2.88 0.08 1.65 -0.016 0.006 -0.041
Si -0.091 2.857 1.501 0.023 0.02 -0.033
Si -2.87 5.346 1.386 -0.034 0.003 -0.051
Si -0.115 8.146 1.259 -0.013 0.019 -0.045
Si -2.922 -5.524 1.149 0.004 -0.058 -0.058
Si -0.234 -2.583 1.098 0.006 -0.019 -0.017
Si 1.224 1.425 2.795 0.014 0.012 0.042
Si 4.04 4.078 2.518 0.011 -0.019 0.031
Si 1.316 6.844 2.581 -0.014 -0.009 -0.01
Si 3.922 9.601 2.474 0.002 0.024 -0.001
Si 1.245 -3.911 2.465 -0.04 -0.025 0.032
Si 3.945 -1.313 2.399 0.005 0.001 0.016
Si 6.74 1.359 2.347 -0.015 0 -0.003
Si 9.449 4.063 2.494 -0.021 -0.031 0.02
Si 6.671 6.855 2.572 -0.012 0.016 0.031
Si 9.501 -6.769 2.523 -0.025 -0.001 0.021
Si 6.674 -4.005 2.519 -0.01 -0.01 0.014
Si -6.859 -1.252 2.64 0.007 0.031 0.011
Si -4.205 1.413 2.977 -0.003 0.007 0.011
Si -1.459 4.171 2.819 0.004 -0.013 0.029
Si -4.251 6.735 2.702 0.009 0.02 0.013
Si -1.528 -6.822 2.594 -0.005 0.012 0.021
Si -4.169 -4.096 2.595 0.029 -0.011 -0.019
Si -1.472 -1.403 2.729 0.035 0.003 0.033
Si -0.115 -0.005 4.07 -0.004 0.004 -0.02
Si 2.695 2.777 3.987 0.02 0.022 -0.001
Si -0.031 5.538 4.039 0.013 0.009 -0.01
Si 2.64 8.234 3.915 0.021 -0.007 0.01
Si -0.1 -5.378 3.852 0.017 0.009 -0.051
Si 2.644 -2.652 3.87 -0.008 0.002 -0.002
Si 5.359 0.033 3.762 -0.011 -0.008 0.002
Si 8.078 2.681 3.802 -0.008 0.026 0.026
Si 5.357 5.451 3.913 -0.012 -0.008 0
Si 8.102 -8.121 3.877 -0.001 -0.008 -0.002
Si 5.335 -5.409 3.856 0.008 0 -0.001
Si 8.105 -2.684 3.855 0.018 0.001 0.01
Si -5.577 -0.003 4.181 -0.018 -0.023 0.001
Si -2.771 2.784 4.191 -0.007 -0.004 -0.006
Si -5.532 5.438 4.143 0.012 -0.004 0.025
Si -2.842 8.148 4.002 0.014 0.003 -0.018
Si -5.499 -5.391 4.047 0.016 -0.012 0.014
Si -2.825 -2.774 4.034 -0.038 0.009 0.016
Si 1.359 -1.394 16.198 -0.008 -0.011 0.002
Si 4.081 1.348 16.088 0.004 -0.003 -0.015
Si 1.39 4.051 16.198 -0.006 -0.02 0.009
Si 4.168 6.838 16.078 0.004 -0.006 -0.018
Si 1.392 -6.794 16.225 0.009 -0.019 0.002
Si 4.102 -4.111 16.164 -0.008 -0.008 -0.002
Si 6.825 -1.402 16.087 -0.003 -0.004 -0.007
Si -6.722 1.355 16.395 -0.002 -0.001 -0.008
Si 6.834 4.092 16.053 0.008 0.001 -0.008
Si -6.719 6.786 16.424 -0.002 0.009 0.002
Si 6.814 -6.796 16.116 -0.006 -0.008 0
Si -6.662 -4.072 16.395 0.005 0.01 -0.006
Si -3.997 -1.39 16.382 -0.001 -0.007 -0.011
Si -1.32 1.315 16.291 -0.012 -0.02 0.005
Si -4.031 4.063 16.37 -0.013 -0.006 0.003
Si -1.29 6.784 16.305 -0.005 -0.005 -0.001
Si -4.02 9.507 16.368 -0.007 -0.001 -0.012
Si -1.335 -4.105 16.302 0.009 -0.017 0
Si 2.71 0.023 17.47 -0.01 0.001 -0.018
Si 5.509 2.682 17.365 -0.019 0.013 0.016
Si 2.831 5.468 17.385 0.018 0.016 -0.002
Si 5.488 8.165 17.513 0.002 0.001 0.014
Si 2.795 -5.481 17.577 -0.001 0.001 -0.004
Si 5.461 -2.726 17.473 0.013 0.001 0.023
Si 8.247 -0.086 17.404 0.001 -0.021 -0.007
Si -5.375 2.701 17.771 0.012 -0.012 0.022
Si 8.15 5.493 17.408 -0.017 0.003 -0.009
Si -5.33 8.136 17.773 0.002 0.012 0.01
Si 8.195 -5.424 17.423 0.007 -0.003 0.021
Si -5.297 -2.743 17.823 0.024 -0.008 -0.012
Si -2.627 -0.041 17.734 0.011 0.01 0.023
Si 0.057 2.672 17.611 0.025 0.013 -0.01
Si -2.625 5.412 17.689 -0.014 0.006 -0.012
Si 0.056 -8.129 17.635 0.002 -0.001 0.028
Si -2.681 -5.44 17.728 0 -0.011 -0.007
Si 0.055 -2.765 17.623 0.003 0.023 0.028
Si 1.405 1.294 18.958 -0.012 -0.02 0.002
Si 4.185 4.084 18.669 0.013 0.008 -0.033
Si 1.582 6.835 18.799 0.038 0.029 -0.027
Si 4.179 -6.824 18.948 -0.027 0.012 -0.015
Si 1.443 -4.136 18.94 -0.004 -0.008 -0.022
Si 4.072 -1.323 18.765 0.003 -0.008 -0.033
Si 6.873 1.274 18.656 -0.012 -0.008 -0.03
Si -6.731 4.041 19.183 -0.017 -0.013 -0.011
Si 6.845 6.81 18.869 0.024 -0.015 -0.01
Si -6.677 9.505 19.148 0 0.01 -0.033
Si 6.879 -4.055 18.798 -0.008 0.004 -0.017
Si 9.546 -1.363 18.915 -0.011 0.014 0.003
Si -3.975 1.345 19.108 0.005 -0.013 -0.019
Si -1.258 4.022 19.007 -0.024 -0.015 -0.006
Si -3.929 6.762 19.106 0.004 0.005 -0.004
Si -1.344 -6.811 19.068 0.006 -0.025 0.01
Si -3.962 -4.131 19.24 -0.017 0.005 0.019
Si -1.266 -1.458 19.074 -0.018 0.009 -0.018
Si 0.113 -0.101 20.417 -0.002 0.006 0.032
Si 2.862 2.764 20.041 -0.014 0.015 0.03
Si 0.263 5.434 20.072 0.015 -0.019 0.012
Si 2.882 8.099 20.344 -0.006 -0.015 0.067
Si 0.095 -5.469 20.355 0.019 0.01 0.05
Si 2.787 -2.671 20.181 -0.018 0.011 0.031
Si 5.494 0.001 20.045 -0.003 0.012 0.034
Si 8.205 2.674 19.927 0.007 -0.005 0.029
Si 5.506 5.353 20.126 -0.006 -0.005 0.064
Si 8.182 8.199 20.229 0.005 0.018 0.077
Si 5.59 -5.419 20.194 -0.007 0.002 0.069
Si 8.16 -2.71 20.257 0.006 0.011 0.042
Si -5.287 0.012 20.58 0.015 0.011 0.043
Si -2.569 2.678 20.472 -0.011 -0.001 0.032
Si -5.269 5.37 20.455 -0.007 -0.004 0.034
Si -2.62 -8.197 20.544 0.005 0 0.044
Si -5.349 -5.484 20.633 -0.025 -0.011 0.06
Si -2.541 -2.799 20.603 0.028 0.017 0.054
Si 1.326 -1.661 21.733 0.057 0.211 -0.74
Si 4.435 1.642 21.294 -0.027 -0.058 -0.698
Si 1.736 4.241 21.428 -0.07 -0.066 -0.713
Si 3.974 6.376 21.555 0.073 0.188 -0.763
Si 1.246 -7.077 21.599 0.211 0.055 -0.764
Si 4.43 -3.776 21.36 -0.011 -0.103 -0.781
Si 6.522 -1.51 21.481 0.269 0.058 -0.699
Si -6.311 1.649 21.986 -0.204 -0.163 -0.754
Si 6.695 3.719 21.307 -0.026 0.202 -0.724
Si -6.527 6.865 21.715 -0.21 -0.121 -0.709
Si 7.099 -6.539 21.614 -0.182 -0.15 -0.746
Si 9.32 -4.361 21.465 0.032 0.18 -0.745
Si -3.73 -1.205 21.882 -0.138 -0.145 -0.762
Si -1.491 1 21.737 0.136 0.103 -0.828
Si -4.065 3.878 21.844 0.153 0.167 -0.727
Si -0.795 6.917 21.469 -0.246 0.089 -0.646
Si -4.322 -7.188 21.953 0.316 0.326 -0.757
Si -0.869 -3.947 21.894 -0.19 -0.097 -0.703
Si 2.712 -7.912 -2.213 0.031 -0.097 0.179
Si -1.309 -5.39 24.751 -0.04 0.131 -0.197
Si 6.488 -0.38 -3.257 0.006 0.062 0.25
Si 4.933 6.688 -5.913 -0.06 0.024 0.124
Si -2.264 5.635 23.69 0.007 -0.144 -0.024
Si 5.189 -5.945 -2.414 0.011 0.131 0.122
Si 1.138 -0.52 -6.566 -0.138 -0.128 0.032
Si 3.509 -3.85 -6.335 0.14 0.016 0.088
Si 3.741 0.587 -2.961 -0.078 0.019 -0.068
Si -4.447 -3.917 -6.458 0.128 0.071 -0.028
Si -3.481 -6.527 -7.572 0.028 -0.141 -0.059
Si 4.682 0.773 25.959 0.09 0.217 -0.071
Si 2.243 6.9 -6.739 0.213 0.09 -0.06
Si 5.553 6.438 24.28 -0.139 -0.14 0.018
Si 5.978 -2.319 -5.716 -0.031 -0.003 -0.167
Si 2.757 0.293 23.666 -0.083 -0.035 -0.142
Si -4.43 -1.116 -7.896 -0.026 0.025 0.124
Si 7.569 6.37 -4.743 0.123 0.066 0.008
Si -5.679 3.311 -2.296 -0.044 -0.11 0.267
Si -7.896 5.192 -2.017 -0.037 -0.042 0.126
Si 6.977 -5.25 26.539 -0.038 0.076 0.032
Si -6.748 0.414 24.901 0.032 -0.019 -0.134
Si -1.618 -1.121 -7.484 0.074 0.044 -0.13
Si 2.268 -1.921 -2.253 0.133 0.04 0.019
Si 0.612 7.408 -4.225 -0.054 0.106 0.169
Si 3.522 4.303 -6.403 -0.033 -0.046 -0.013
Si -4.282 2.662 -5.072 0.109 0.067 -0.109
Si 1.739 2.074 -4.941 -0.084 0.049 0.147
Si 1.57 -5.023 26.033 0.003 -0.014 0.069
Si -2.18 -8.01 -5.122 -0.008 -0.026 -0.029
Si 0.475 2.372 23.716 0.129 0.008 -0.21
Si -1.778 5.661 -6.586 -0.089 0.023 0.063
Si -1.223 3.337 -4.602 -0.025 -0.091 0.049
Si -7.067 -4.486 -5.011 0.041 -0.107 0.005
Si -0.5 5.147 -2.276 -0.007 -0.054 0.15
Si -3.02 -2.674 -2.161 0.059 -0.064 0.153
Si -6.853 -7.673 -5.158 0.006 -0.005 0.089
Si -5.596 -4.359 -2.544 0.01 -0.131 0.251
Si -6.45 4.942 26.704 0.053 0.011 -0.102
Si 8.307 5.329 23.478 -0.084 -0.069 -0.182
Si 5.963 -5.222 -5.391 -0.064 -0.054 -0.017
Si -0.618 4.309 25.946 0.01 0.102 -0.197
Si 5.594 -7.03 24.354 0.163 0.011 -0.057
Si 9.252 4.815 -6.697 -0.029 -0.088 -0.007
Si -5.712 -2.439 24.019 0.065 0.145 -0.139
Si -4.451 4.654 -7.532 -0.115 -0.019 0.039
Si -3.041 -7.823 24.494 -0.141 0.093 -0.058
Si -4.569 -7.148 -3.215 0.036 -0.071 0.169
Si 1.029 -3.106 -4.727 -0.029 0.053 -0.085
Si 5.43 3.828 25.837 -0.023 -0.085 -0.207
Si -6.413 0.604 -6.199 -0.037 0.055 0.1
Si 9.188 -3.028 26.352 0.041 0.066 -0.06
Si 3.03 -5.53 23.586 -0.009 -0.06 -0.161
Si -1.918 -3.024 -4.957 -0.036 -0.078 0.09
Si 1.322 -1.346 5.332 0.004 -0.005 0.009
Si 4.063 1.363 5.252 -0.006 -0.018 0.01
Si 1.325 4.129 5.348 -0.004 -0.021 0.005
Si 4.006 6.836 5.261 0.004 0.023 -0.006
Si 1.264 9.588 5.258 -0.024 -0.005 0.002
Si 3.989 -4.046 5.227 -0.004 -0.017 0.002
Si 6.724 -1.317 5.178 -0.011 0.011 -0.008
Si 9.491 1.355 5.162 0.006 0.021 0.008
Si 6.752 4.065 5.213 0.001 -0.03 0.012
Si -6.847 6.84 5.494 -0.015 -0.006 0.012
Si 6.729 -6.76 5.222 0.008 0.006 0
Si 9.462 12.26 5.223 -0.013 0.005 0.004
Si -4.153 -1.39 5.428 0.013 -0.007 0.015
Si -1.426 1.36 5.458 0.016 -0.011 0.034
Si -4.144 4.13 5.511 0.007 -0.001 0.012
Si -1.426 6.861 5.384 -0.021 0.006 0.006
Si -4.147 -6.785 5.391 -0.013 -0.02 0.002
Si -1.413 -4.096 5.348 0.012 -0.014 -0.009
Si 2.698 0.024 6.65 0.008 0.011 0
Si 5.414 2.721 6.612 0.001 0.014 -0.003
Si 2.679 5.493 6.68 -0.009 0.002 -0.001
Si 5.392 -8.136 6.601 0.007 -0.008 0.008
Si 2.652 -5.403 6.621 0.005 0.011 -0.008
Si 5.384 -2.689 6.568 0.007 0.002 -0.002
Si 8.119 0.011 6.547 0.003 -0.01 -0.012
Si -5.488 2.741 6.847 0.004 -0.004 0.013
Si -8.174 5.462 6.864 0.004 0 0.003
Si 10.824 8.147 6.611 0.004 -0.002 0.008
Si 8.105 10.901 6.587 0.009 -0.009 0.01
Si 10.835 -2.699 6.574 -0.02 -0.012 -0.011
Si -2.79 -0.011 6.782 0 0.006 0
Si -0.02 2.748 6.728 0.008 0.004 -0.004
Si -2.747 5.497 6.794 0.008 -0.007 -0.002
Si -0.052 8.232 6.694 -0.006 0.013 -0.006
Si -2.757 -5.442 6.742 0.001 -0.001 -0.003
Si -0.043 -2.719 6.688 0.009 0.009 -0.007
Si 1.347 1.37 8.047 0.007 0.005 0.003
Si 4.05 4.088 7.987 0.002 -0.009 -0.005
Si 1.309 6.842 8.037 0.003 -0.001 -0.004
Si 4.028 -6.778 7.965 -0.01 -0.01 -0.009
Si 1.321 -4.073 8.038 -0.009 -0.018 0.001
Si 4.053 -1.352 7.985 -0.01 0 -0.008
Si 6.784 1.361 7.952 0.009 0.021 -0.003
Si -6.816 4.104 8.223 -0.004 0.006 -0.006
Si 6.748 6.8 7.954 0.002 -0.008 -0.008
Si 9.467 9.527 7.949 -0.005 -0.005 -0.005
Si 6.746 -4.054 7.938 0.001 0.003 -0.005
Si 9.468 -1.352 7.929 -0.006 -0.002 -0.003
Si -4.116 1.361 8.165 -0.01 -0.013 0.002
Si -1.382 4.099 8.104 -0.006 -0.002 -0.005
Si -4.098 6.836 8.172 0.014 0.01 0.001
Si -1.397 -6.781 8.108 0.007 -0.008 0.003
Si -4.093 -4.089 8.144 -0.009 0.003 -0.002
Si -1.388 -1.369 8.09 -0.01 -0.004 -0.004
Si -0.018 0.01 9.418 0.011 0.007 -0.001
Si 2.706 2.737 9.385 -0.005 0 -0.003
Si -0.019 5.47 9.433 -0.004 0.004 -0.004
Si 2.69 -8.128 9.368 -0.005 0.007 0.002
Si -0.02 -5.421 9.433 -0.007 0.011 0.005
Si 2.696 -2.704 9.365 0.008 0.008 -0.002
Si 5.423 0.007 9.328 0.009 -0.015 -0.002
Si -8.156 2.737 9.595 0 0.003 0.001
Si 5.409 5.446 9.338 0.002 0.006 -0.001
Si 8.122 8.156 9.305 0 -0.007 0.006
Si 5.4 -5.42 9.312 -0.002 0.004 -0.005
Si 8.121 -2.713 9.3 0.004 0.004 0.002
Si -5.449 0.011 9.552 0.004 0.005 0.005
Si -2.732 2.735 9.481 0.006 -0.002 -0.001
Si -5.435 5.464 9.549 0.002 -0.007 -0.002
Si -2.726 -8.136 9.509 0 0.002 0.006
Si -5.434 -5.427 9.544 0.011 -0.003 -0.001
Si -2.73 -2.718 9.484 0.014 -0.003 0.002
Si 1.347 -1.359 10.756 -0.006 -0.012 0.001
Si 4.07 1.356 10.714 0.009 0.011 -0.001
Si 1.344 4.087 10.762 0.007 0.002 0.001
Si 4.051 -9.51 10.7 -0.009 -0.011 -0.005
Si 1.342 -6.795 10.769 -0.001 -0.004 0.001
Si 4.056 -4.076 10.705 -0.008 -0.003 0
Si 6.777 -1.361 10.681 -0.003 0.005 0.004
Si -6.785 1.371 10.935 -0.003 -0.005 -0.001
Si -9.499 4.096 10.966 -0.011 0 -0.002
Si 9.509 6.799 10.647 0.004 0.003 -0.006
Si 6.767 9.527 10.658 0 -0.008 -0.001
Si 9.485 -4.076 10.66 -0.009 -0.009 0.005
Si -4.076 -1.364 10.874 -0.009 0.009 -0.003
Si -1.368 1.358 10.811 -0.007 0.002 0.001
Si -4.07 4.084 10.88 -0.001 -0.003 0.002
Si -1.365 6.802 10.838 -0.001 -0.003 0.006
Si -4.073 -6.792 10.894 0.004 -0.007 0.007
Si -1.363 -4.08 10.824 0.012 -0.013 0.003
Si 2.718 -0.002 12.095 0.001 0.005 -0.003
Si 5.437 2.721 12.052 0.006 0 0
Si 2.71 5.458 12.089 0.003 0.008 -0.001
Si 5.419 -8.145 12.035 -0.005 -0.005 0.002
Si 2.706 -5.421 12.093 0.004 0.001 0
Si 5.428 -2.725 12.052 -0.002 -0.002 -0.001
Si 8.148 -0.003 12.023 0.003 -0.005 0.002
Si -5.406 2.725 12.274 -0.004 0.005 0.001
Si -8.116 5.448 12.303 -0.003 -0.002 0
Si 10.865 8.155 12.017 -0.01 -0.009 0.004
Si 8.137 10.877 12.013 -0.004 0.008 0.001
Si 10.866 -2.731 12.014 0.005 -0.003 0.003
Si -2.712 0.006 12.208 0.004 -0.01 0.003
Si -0.007 2.728 12.149 0.001 -0.002 -0.001
Si -2.709 5.445 12.228 0.003 -0.004 0.002
Si 0.005 8.168 12.167 0.007 0 0.003
Si -2.694 -5.434 12.222 0.004 0.02 0.003
Si 0.003 -2.71 12.151 0.001 0.009 -0.001
Si 1.356 1.345 13.471 -0.001 0.005 0.005
Si 4.08 4.086 13.409 -0.008 0.007 -0.002
Si 1.37 6.792 13.497 0.007 -0.01 0
Si 4.071 -6.792 13.419 -0.014 0.003 0.002
Si 1.36 -4.082 13.49 -0.002 0.004 0.002
Si 4.076 -1.383 13.435 0.013 -0.015 0.008
Si 6.8 1.352 13.395 -0.005 0.014 0.005
Si -6.743 4.088 13.652 -0.005 -0.005 0.001
Si 6.811 -9.506 13.35 0.005 -0.008 -0.004
Si 9.514 9.534 13.368 -0.014 0.003 0.002
Si 6.791 -4.1 13.39 0.007 -0.011 -0.001
Si 9.511 -1.369 13.366 -0.004 0.012 0.005
Si -4.049 1.345 13.62 0.001 -0.002 0.003
Si -1.353 4.063 13.562 -0.006 0.001 0.007
Si -4.043 6.798 13.629 -0.01 -0.003 0.01
Si -1.337 9.511 13.567 0.009 -0.014 0.002
Si -4.034 -4.084 13.606 0.004 -0.008 -0.003
Si -1.353 -1.372 13.539 0.002 0 -0.002
Si 0.01 -0.011 14.867 0.006 0 -0.001
Si 2.724 2.728 14.778 0.011 0.01 0
Si 0.023 5.434 14.883 0.009 0.006 0.003
Si 2.732 8.186 14.81 0.008 0.005 0.004
Si 0.023 -5.429 14.894 -0.004 0.003 0.004
Si 2.732 -2.735 14.831 -0.004 0.003 -0.002
Si 5.455 -0.021 14.758 -0.002 0.001 0
Si 8.186 2.709 14.725 -0.001 0.009 0.002
Si 5.476 5.455 14.711 0.006 0.013 0
Si 8.149 -8.14 14.714 0 -0.006 -0.002
Si 5.44 -5.448 14.769 0.001 0.003 0.004
Si 8.17 -2.745 14.72 -0.004 0.001 0.009
Si -5.374 -0.017 15.03 -0.006 -0.005 0.002
Si -2.69 2.705 14.97 0.005 0.003 0.001
Si -5.384 5.438 15.019 0 -0.001 -0.002
Si -2.669 8.158 14.975 0.004 0.014 0.002
Si -5.359 -5.441 14.998 0.014 0.003 0.002
Si -2.677 -2.723 14.955 0.003 0.007 0.005
Si 18.042 -2.016 0.174 -0.065 0.412 0.776
Si 20.27 1.582 -0.13 0.004 -0.237 0.719
Si 17.992 3.743 -0.198 -0.166 0.168 0.731
Si 20.721 6.344 -0.22 -0.137 0.388 0.731
Si 17.407 9.787 0.159 0.112 -0.052 0.692
Si 20.251 -4.157 0.353 0.204 0.079 0.624
Si 23.443 -1.666 -0.157 -0.123 0.131 0.743
Si 26.296 1.143 -0.085 -0.209 0.058 0.745
Si 22.959 4.163 0.045 0.177 0 0.746
Si 25.615 7.073 -0.236 0.199 -0.184 0.756
Si 23.437 9.383 -0.208 -0.281 0.121 0.672
Si 9.226 -3.868 -0.139 0.118 -0.072 0.728
Si 12.142 -1.137 -0.098 0.106 -0.249 0.706
Si 15.314 1.064 -0.168 0.117 -0.123 0.684
Si 12.199 4.605 -0.413 -0.023 -0.088 0.655
Si 14.738 6.981 0.14 0.114 -0.053 0.718
Si 12.555 -7.129 0.077 -0.107 0.057 0.687
Si 15.236 11.994 0.102 -0.12 0.081 0.685
Si 19.122 -0.107 1.112 -0.025 -0.008 -0.034
Si 21.745 2.673 1.346 -0.02 -0.009 -0.049
Si 19.1 5.34 1.157 -0.014 -0.021 -0.052
Si 21.805 8.114 1.024 -0.013 -0.001 -0.025
Si 18.955 -5.544 1.616 -0.04 -0.036 -0.039
Si 21.926 -2.815 1.275 0.007 0.013 -0.05
Si 24.592 -0.024 1.137 0.015 -0.013 -0.041
Si 10.885 2.957 0.981 0.02 0.022 -0.053
Si 24.58 5.439 1.169 -0.019 0.011 -0.034
Si 10.858 -8.249 1.233 -0.009 -0.001 -0.032
Si 24.606 10.884 1.182 0.033 0.028 -0.031
Si 10.872 -2.722 1.12 -0.007 -0.013 -0.03
Si 13.776 -0.09 1.218 -0.029 0.03 -0.015
Si 16.462 2.597 1.177 0.025 0.007 -0.063
Si 13.581 5.387 1.33 -0.018 0.074 -0.045
Si 16.321 8.145 1.375 -0.014 0.004 -0.05
Si 13.639 10.821 1.338 0.009 -0.012 -0.034
Si 16.394 -2.897 1.549 0.009 -0.006 -0.067
Si 17.777 1.232 2.564 0.007 -0.009 0.021
Si 20.399 4.047 2.659 0.004 0.023 0.027
Si 17.763 6.724 2.549 0.001 -0.007 0.004
Si 20.491 9.35 2.602 0.04 -0.013 0.016
Si 17.674 -4.189 2.965 -0.019 -0.007 0.059
Si 20.519 -1.393 2.557 -0.008 -0.019 0.012
Si 23.208 1.294 2.553 0.008 -0.036 -0.009
Si 25.987 4.068 2.508 -0.012 -0.022 -0.014
Si 23.167 6.798 2.516 -0.019 -0.002 0.012
Si 25.952 9.502 2.556 0.014 -0.007 0.001
Si 23.246 12.154 2.64 -0.018 -0.006 0.01
Si 9.492 -1.352 2.478 0.022 0.007 0.026
Si 12.321 1.472 2.375 0.028 0.039 -0.027
Si 15.04 3.975 2.516 -0.006 -0.016 0.022
Si 12.143 6.698 2.65 0.026 0.021 0.028
Si 14.951 9.471 2.743 -0.003 0.003 0.042
Si 12.207 12.237 2.538 -0.016 0 -0.002
Si 14.991 -1.431 2.692 0.026 0.032 0.018
Si 16.376 -0.041 3.971 0.011 0.011 -0.011
Si 19.069 2.634 3.966 -0.012 0.003 -0.003
Si 16.366 5.372 3.884 0.006 -0.012 0.03
Si 19.113 8.038 3.968 -0.011 0.024 0.014
Si 16.272 -5.551 4.175 -0.004 -0.042 0.034
Si 19.151 -2.719 4.018 -0.014 0.015 -0.032
Si 21.853 -0.048 3.953 -0.017 0.005 -0.009
Si 24.582 2.695 3.88 0.014 0.012 0.009
Si 21.824 5.427 3.932 -0.008 0.021 -0.014
Si 24.54 8.144 3.909 -0.008 -0.012 -0.022
Si 21.835 10.785 3.945 -0.02 0.004 -0.009
Si 24.559 -2.759 4.001 0.022 0.005 -0.019
Si 10.901 0.064 3.759 -0.05 -0.006 -0.042
Si 13.632 2.69 3.89 -0.015 0.006 0.006
Si 10.773 5.368 3.952 0.003 0.002 0.006
Si 13.537 8.085 3.982 -0.001 -0.007 -0.024
Si 10.848 10.887 3.904 0.009 -0.015 0.008
Si 13.563 -2.769 3.958 0.006 -0.039 0.01
Si 17.622 -1.387 16.149 -0.001 -0.011 -0.004
Si 20.338 1.346 16.193 0.002 0.01 -0.009
Si 17.643 4.058 16.166 0.004 0.007 0
Si 20.361 6.787 16.192 0.004 0.006 -0.014
Si 17.655 -6.785 16.152 -0.009 0.003 -0.007
Si 20.355 -4.11 16.18 -0.005 -0.001 -0.011
Si 23.055 -1.411 16.218 0.001 -0.011 -0.006
Si 9.549 1.34 16.073 -0.005 0.011 -0.014
Si 23.041 4.058 16.235 0.007 0.008 -0.003
Si 9.509 -9.508 16.038 0.005 0.009 -0.015
Si 23.025 9.474 16.262 -0.011 -0.004 -0.004
Si 9.55 -4.066 16.093 0.002 0.004 -0.003
Si 12.209 -1.368 16.107 -0.009 0.001 -0.007
Si 14.931 1.338 16.094 -0.008 0.012 0.001
Si 12.23 4.049 16.054 -0.004 0.007 -0.004
Si 14.955 6.791 16.101 0.017 0.01 -0.012
Si 12.232 9.531 16.1 0.005 -0.001 -0.006
Si 14.946 -4.066 16.12 0.012 0.009 -0.004
Si 18.932 0.003 17.511 0.002 -0.007 -0.016
Si 21.703 2.677 17.577 -0.016 0.005 0.017
Si 19.026 5.405 17.521 0.006 -0.005 0.024
Si 21.657 8.12 17.645 0.006 0.012 -0.009
Si 19.014 -5.454 17.556 -0.002 0.017 -0.001
Si 21.649 -2.73 17.569 0.009 0 0.003
Si 24.45 -0.088 17.564 0.004 -0.015 -0.018
Si 10.885 2.709 17.436 0.007 -0.018 0.036
Si 24.334 5.414 17.66 -0.007 -0.004 0.016
Si 10.859 -8.176 17.404 -0.022 -0.001 0.009
Si 24.347 10.86 17.62 0.008 -0.002 0.023
Si 10.874 -2.716 17.508 0.004 0.016 0.001
Si 13.542 0.019 17.442 -0.003 -0.002 0.012
Si 16.266 2.676 17.488 -0.003 -0.009 0.005
Si 13.595 5.39 17.399 -0.001 0.002 0.003
Si 16.274 8.185 17.47 -0.002 -0.01 0.004
Si 13.576 10.917 17.462 -0.007 -0.019 -0.008
Si 16.287 -2.74 17.535 -0.005 0.01 0.028
Si 17.593 1.346 18.903 0.01 0 0
Si 20.352 4.043 18.944 -0.012 0.005 -0.024
Si 17.643 6.813 18.786 0.025 0.019 -0.028
Si 20.305 -6.81 19.001 0.004 -0.008 0.004
Si 17.696 -4.073 18.915 -0.004 0.019 -0.005
Si 20.261 -1.335 18.878 -0.014 0.003 -0.035
Si 23.079 1.248 18.866 -0.012 0.009 -0.028
Si 9.522 4.142 18.699 0.013 0.008 -0.022
Si 22.947 6.748 19.069 0.029 -0.018 0.005
Si 9.512 -6.818 18.771 -0.014 -0.007 -0.036
Si 22.975 -4.074 18.964 0.006 -0.017 -0.039
Si 25.767 -1.394 19.025 -0.003 0.009 -0.013
Si 12.189 1.338 18.853 0.02 0.018 -0.016
Si 14.858 3.996 18.809 -0.032 -0.007 -0.004
Si 12.253 -9.544 18.697 0.005 0.007 -0.027
Si 14.932 9.586 18.818 0.014 0.009 -0.016
Si 12.234 -4.068 18.864 0.014 -0.001 0.01
Si 14.876 -1.329 18.8 0.003 0 -0.026
Si 16.144 0.049 20.217 -0.038 0 0.046
Si 18.958 2.676 20.272 0.021 0.002 0.066
Si 16.254 5.394 20.008 0.023 -0.013 0.039
Si 18.93 8.109 20.303 -0.015 -0.006 0.076
Si 16.335 10.873 20.235 -0.011 -0.021 0.028
Si 18.929 -2.603 20.324 -0.034 0.007 0.036
Si 21.662 -0.024 20.203 0.006 0.011 0.065
Si 24.415 2.502 20.298 0.056 -0.025 0.038
Si 21.671 5.316 20.462 0.006 -0.009 0.063
Si 24.231 8.174 20.432 -0.003 0.024 0.047
Si 21.602 -5.396 20.38 -0.004 0.013 0.07
Si 24.337 -2.713 20.337 -0.011 -0.008 0.042
Si 10.884 -0.003 20.314 -0.013 -0.012 0.055
Si 13.495 2.708 20.259 0.004 -0.021 0.055
Si 10.9 5.464 20.065 -0.013 -0.014 0.048
Si 13.529 -8.14 20.057 -0.022 0.002 0.036
Si 10.867 -5.482 20.139 -0.011 -0.018 0.045
Si 13.562 -2.661 20.212 0.006 0.027 0.041
Si 17.266 -1.435 21.591 0.254 0.098 -0.67
Si 20.567 1.529 21.558 -0.157 -0.06 -0.782
Si 17.695 4.263 21.433 -0.089 -0.209 -0.763
Si 19.93 6.452 21.63 0.319 0.139 -0.767
Si 17.259 9.152 21.6 0.333 0.315 -0.715
Si 20.505 -3.729 21.64 -0.182 -0.191 -0.708
Si 22.759 -1.527 21.618 0.224 0.124 -0.723
Si 9.672 1.689 21.423 -0.011 -0.3 -0.697
Si 22.889 3.598 21.646 0.012 0.251 -0.645
Si 9.854 7.057 21.392 -0.202 -0.036 -0.777
Si 23.146 -6.478 21.778 -0.082 -0.237 -0.748
Si 25.422 -4.315 21.639 0.161 0.05 -0.755
Si 12.458 -1.161 21.674 -0.23 -0.133 -0.734
Si 14.594 1.139 21.631 0.149 0.205 -0.779
Si 11.887 3.9 21.5 0.265 0.108 -0.77
Si 15.043 -9.408 21.247 -0.156 -0.123 -0.747
Si 12.016 -7.035 21.463 0.157 0.126 -0.729
Si 15.214 -3.772 21.417 -0.025 -0.102 -0.793
Si 20.075 7.564 -2.952 0.055 -0.041 0.066
Si 10.718 -7.184 -7.24 0.039 0.073 0.059
Si 23.342 1.219 -4.502 -0.108 -0.081 0.063
Si 21.472 7.811 -5.487 -0.049 0.017 -0.206
Si 13.155 -3.443 -5.047 0.03 -0.01 -0.002
Si 21.35 -5.977 -2.015 0.148 0.064 0.018
Si 19.33 -4.694 -3.767 0.05 -0.137 0.144
Si 15.07 -4.544 -7.008 -0.062 -0.094 -0.039
Si 21.601 -0.2 -2.31 0.051 0.03 -0.001
Si 13.976 -4.339 26.206 0.025 0.06 0.037
Si 13.65 5.295 23.614 -0.004 -0.123 -0.075
Si 22.746 2.705 -7.095 0.078 0.046 -0.124
Si 17.682 -7.197 -2.752 -0.107 0.06 0.06
Si 22.593 -7.263 24.754 0.061 0.162 -0.136
Si 19.952 -1.438 -6.555 0.057 -0.037 -0.062
Si 19.047 -0.228 23.728 -0.137 0.057 -0.087
Si 13.834 -5.599 23.592 0.008 -0.094 -0.074
Si 24.546 -0.803 -6.481 -0.005 0.136 0.05
Si 9.096 1.267 -3.163 0.154 0.07 -0.056
Si 9.685 7.684 -2.878 -0.02 -0.09 0.104
Si 19.538 -3.201 24.337 -0.155 -0.084 -0.015
Si 8.322 -0.115 23.441 -0.102 -0.002 -0.043
Si 12.592 -0.691 -6.541 -0.036 -0.036 -0.146
Si 16.554 -0.952 -2.195 -0.083 0.057 0.023
Si 15.803 7.651 -6.905 0.001 -0.043 0.004
Si 19.786 4.355 26.231 -0.05 0.018 0.011
Si 11.008 4.4 -4.302 -0.107 -0.047 0.18
Si 19.424 1.517 26.292 -0.004 -0.002 -0.047
Si 16.516 -6.921 24.461 0.039 0.013 -0.21
Si 17.434 -6.097 -7.821 -0.042 0.135 -0.006
Si 17.13 3.208 26.506 0.011 0.095 0.03
Si 15.426 7.393 -3.74 -0.043 -0.048 0.069
Si 11.928 1.515 -4.405 -0.091 -0.087 0.167
Si 8.31 4.035 -2.959 0.061 0.014 0.153
Si 15.935 5.015 -2.156 0.012 -0.076 0.137
Si 13.969 -2.522 -2.225 0.145 0.057 0.094
Si 7.592 -0.316 26.45 0.002 -0.067 -0.108
Si 10.6 -5.929 -2.082 -0.092 -0.078 0.197
Si 8.602 4.119 26.059 0.02 0.105 -0.12
Si 23.977 5.335 23.741 0.122 -0.115 -0.033
Si 22.093 -3.72 -7.408 -0.039 0.098 -0.013
Si 15.819 3.089 23.739 -0.1 0.048 -0.148
Si 21.194 6.507 24.303 -0.125 -0.112 -0.057
Si 24.727 2.893 -2.19 0.058 0.015 0.143
Si 10.414 -2.387 23.523 0.074 -0.014 0.004
Si 12.457 6.502 -2.897 0.024 -0.001 0.162
Si 12.833 6.515 26.34 0.068 -0.006 0.138
Si 10.913 -5.41 -4.998 -0.037 -0.018 -0.06
Si 19.115 -1.643 -3.521 -0.094 0.035 0.057
Si 20.149 -5.797 -6.397 0.003 -0.003 0.115
Si 8.556 -5.263 -6.632 -0.046 -0.131 0.003
Si 22.017 -0.099 -7.866 0.009 0.22 -0.082
Si 17.028 -4.242 25.916 -0.068 0.088 -0.182
Si 13.72 2.77 -2.238 0.144 0.081 -0.17
Si 17.744 -1.376 5.339 0.001 -0.008 0.012
Si 20.477 1.315 5.308 -0.011 -0.014 0.008
Si 17.694 4.015 5.289 0.011 -0.003 0
Si 20.463 6.723 5.345 0.013 -0.004 0.013
Si 17.739 9.4 5.357 0.012 -0.014 0.008
Si 20.489 12.178 5.317 0.006 -0.01 0.011
Si 23.176 -1.408 5.345 0 -0.012 0.001
Si 25.858 1.366 5.378 -0.008 0.007 -0.002
Si 23.199 4.046 5.263 0.007 0.003 -0.002
Si 9.44 6.802 5.251 -0.012 0.005 0.011
Si 23.194 9.468 5.329 -0.003 -0.01 -0.005
Si 25.901 12.203 5.377 0.007 0.023 0.004
Si 12.198 -1.328 5.21 0.027 0.031 -0.015
Si 14.976 1.334 5.274 0.015 -0.013 0.006
Si 12.228 4.037 5.245 -0.004 0.002 -0.001
Si 14.974 6.724 5.261 0.008 0.008 -0.006
Si 12.194 9.51 5.281 -0.021 -0.004 0.005
Si 14.904 -4.103 5.377 -0.023 0 0.016
Si 19.098 -0.016 6.684 -0.002 0.001 0.002
Si 21.83 2.694 6.652 0.005 -0.006 -0.005
Si 19.07 5.364 6.662 0 0.002 0.001
Si 21.811 8.116 6.684 -0.009 0.002 0.005
Si 19.089 10.828 6.661 -0.008 0 -0.001
Si 21.819 -2.774 6.699 -0.011 0.006 -0.007
Si 24.507 -0.024 6.719 -0.006 0.007 0.002
Si 10.846 2.685 6.577 0.011 -0.004 -0.001
Si 8.1 5.425 6.596 -0.003 0.012 0.002
Si 27.205 8.118 6.745 -0.005 0.008 -0.004
Si 24.522 10.84 6.716 -0.001 0.004 -0.004
Si 27.227 -2.759 6.781 0.001 -0.006 0.004
Si 13.59 -0.026 6.602 0.003 0.01 0.007
Si 16.322 2.689 6.651 -0.009 0.009 0.001
Si 13.589 5.394 6.613 0.003 0.002 0.003
Si 16.332 8.063 6.664 0.009 -0.005 0.001
Si 13.546 -5.478 6.679 0.012 0.005 0.006
Si 16.338 -2.741 6.659 -0.002 -0.008 -0.004
Si 17.704 1.341 8.008 0.005 0.004 0
Si 20.444 4.028 8.021 -0.01 -0.001 0.002
Si 17.703 6.727 8.02 -0.018 -0.004 0.004
Si 20.439 9.48 8.033 0.013 0.016 -0.001
Si 17.702 -4.122 7.995 0.003 -0.001 0.001
Si 20.438 -1.402 8.036 -0.011 -0.004 0
Si 23.144 1.335 8.064 0 -0.009 -0.002
Si 9.496 4.071 7.936 0.007 0.005 -0.012
Si 23.156 6.754 8.049 -0.004 -0.002 -0.001
Si 25.858 9.484 8.104 -0.001 -0.009 0
Si 23.163 -4.12 8.075 -0.002 0.005 0.006
Si 25.857 -1.381 8.107 0 -0.007 -0.001
Si 12.218 1.338 7.948 -0.015 -0.001 -0.004
Si 14.951 4.052 7.99 0 -0.009 0
Si 12.224 6.786 7.946 0.011 0.013 -0.013
Si 14.96 -6.847 7.981 -0.002 0.006 -0.006
Si 12.185 -4.071 7.965 0.012 -0.009 -0.003
Si 14.958 -1.372 7.98 0.005 0.002 -0.003
Si 16.325 -0.02 9.342 -0.004 0.006 0.001
Si 19.063 2.688 9.377 -0.001 -0.005 0.001
Si 16.318 5.394 9.363 0.006 -0.006 0.005
Si 19.054 8.117 9.367 -0.003 0 -0.005
Si 16.325 -5.481 9.334 0.001 -0.006 0.006
Si 19.051 -2.757 9.368 -0.006 -0.001 0.006
Si 21.777 -0.033 9.411 -0.005 0.006 0
Si 8.143 2.718 9.308 0.006 -0.009 0.004
Si 21.78 5.4 9.397 0.001 0.004 -0.004
Si 24.489 8.116 9.439 -0.006 0.005 -0.001
Si 21.777 -5.477 9.409 -0.006 -0.007 0.002
Si 24.494 -2.749 9.454 -0.001 -0.001 -0.001
Si 10.85 -0.017 9.295 0.004 -0.004 -0.001
Si 13.581 2.691 9.32 0.004 0.01 0.005
Si 10.866 5.425 9.297 0.004 0 0.001
Si 13.585 8.13 9.327 0.004 -0.01 0.001
Si 10.837 -5.443 9.314 -0.023 0.015 0.003
Si 13.585 -2.74 9.315 -0.005 -0.007 0
Si 17.679 -1.385 10.706 -0.005 -0.006 -0.002
Si 20.402 1.326 10.753 -0.013 -0.003 0.001
Si 17.688 4.047 10.721 -0.003 0.005 0.004
Si 20.407 6.766 10.739 0.001 -0.002 -0.003
Si 17.682 9.488 10.707 -0.003 0.006 -0.003
Si 20.402 -4.109 10.745 0.002 0.002 0
Si 23.121 -1.387 10.796 0.002 -0.006 0.004
Si 9.504 1.351 10.657 0.008 0.012 0.003
Si 6.784 4.077 10.672 0.002 0.011 -0.003
Si 25.834 6.772 10.83 0.003 0.004 -0.004
Si 23.116 9.479 10.779 0.001 0.003 -0.002
Si 25.839 -4.112 10.827 0.008 0.003 0
Si 12.219 -1.374 10.654 -0.005 0.001 -0.001
Si 14.956 1.343 10.68 -0.001 -0.002 -0.004
Si 12.23 4.069 10.663 0.003 -0.006 -0.002
Si 14.954 6.78 10.692 0.002 0.008 0
Si 12.222 9.515 10.662 0.012 0.007 -0.006
Si 14.953 -4.105 10.669 0.007 -0.002 -0.004
Si 19.028 -0.035 12.091 -0.003 0.004 0.007
Si 21.744 2.691 12.13 0.002 -0.005 0.003
Si 19.035 5.415 12.086 -0.002 0.007 -0.002
Si 21.745 8.123 12.123 -0.003 0.008 -0.001
Si 19.029 10.849 12.082 -0.005 -0.006 0.005
Si 21.742 -2.752 12.13 -0.009 -0.003 0.003
Si 24.464 -0.027 12.177 0.003 0.001 0.004
Si 10.876 2.702 12.008 0.001 0.001 0.005
Si 8.161 5.438 12.005 0.004 0.002 0
Si 27.17 8.128 12.22 0.002 -0.001 0.001
Si 24.455 10.839 12.154 -0.009 -0.011 -0.01
Si 27.178 -2.754 12.212 -0.003 -0.005 0.001
Si 13.588 -0.024 12.011 0.005 0.002 0
Si 16.315 2.689 12.057 0.004 0 0.005
Si 13.59 5.423 12.034 0.006 -0.003 0.004
Si 16.312 8.138 12.06 0.001 -0.008 0.004
Si 13.593 -5.457 12.027 -0.001 0.003 0.005
Si 16.305 -2.748 12.042 -0.007 -0.003 0.003
Si 17.659 1.33 13.432 -0.006 -0.005 0.011
Si 20.371 4.059 13.469 -0.011 0.014 -0.001
Si 17.674 6.786 13.429 0.004 -0.001 0.003
Si 20.373 9.491 13.459 0 0 0.006
Si 17.66 -4.096 13.416 -0.005 0.009 0.002
Si 20.374 -1.387 13.475 0.003 -0.012 0.006
Si 23.085 1.336 13.515 -0.011 0.015 0.004
Si 9.521 4.068 13.353 0.008 -0.006 -0.002
Si 23.089 6.77 13.504 -0.004 -0.006 -0.004
Si 25.777 9.484 13.55 -0.001 0.013 -0.002
Si 23.084 -4.125 13.497 0.016 -0.013 -0.002
Si 25.807 -1.394 13.553 0.001 -0.004 0.008
Si 12.241 1.341 13.36 0.006 -0.002 0.001
Si 14.96 4.071 13.392 -0.002 0 0.006
Si 12.229 6.796 13.378 0.005 0.008 0.004
Si 14.949 9.51 13.403 0.009 0.001 0.006
Si 12.24 -4.082 13.373 0 -0.001 0.005
Si 14.936 -1.381 13.381 -0.004 0.003 0.002
Si 16.284 -0.039 14.759 -0.001 -0.007 0.004
Si 19 2.696 14.808 0.006 0.001 0.006
Si 16.317 5.421 14.769 -0.005 0.007 0.003
Si 19.01 8.145 14.818 0 0.004 0.001
Si 16.299 -5.442 14.772 0.003 -0.002 0.007
Si 18.999 -2.751 14.811 -0.006 -0.006 0.008
Si 21.714 -0.027 14.858 0.001 0 0.007
Si 24.425 2.695 14.895 0.001 -0.005 0.003
Si 21.718 5.417 14.844 0.003 0.004 0.006
Si 24.408 8.123 14.908 -0.001 0.001 0.007
Si 21.715 10.835 14.848 0.001 0.002 -0.001
Si 24.419 -2.766 14.873 -0.006 -0.003 -0.005
Si 10.885 -0.018 14.712 0.001 -0.003 0.007
Si 13.597 2.699 14.717 0.012 -0.005 0.002
Si 10.868 5.424 14.714 -0.015 -0.012 0
Si 13.585 8.151 14.75 -0.008 -0.007 0.01
Si 10.887 10.885 14.728 0 0.002 0.002
Si 13.582 -2.722 14.753 -0.001 0.004 0.001
Si 33.49 -0.889 0.036 0.177 -0.079 0.698
Si -28.792 1.547 0.021 0.201 -0.154 0.747
Si -31.011 3.728 0.166 0.024 0.242 0.718
Si -28.187 6.631 0.065 -0.214 0.08 0.729
Si 33.815 9.711 0.301 0.09 -0.084 0.726
Si -28.447 -4.192 0.107 0.21 -0.247 0.667
Si -25.695 -1.681 0.477 0.038 0.086 0.658
Si -22.991 1.094 0.11 -0.123 0.207 0.73
Si -26.032 4.369 0.12 0.123 -0.105 0.862
Si -23.068 7.146 0.378 -0.102 -0.185 0.605
Si -25.364 9.21 0.108 -0.17 0.214 0.791
Si 25.751 12.523 -0.1 0.088 -0.146 0.75
Si 28.468 -1.088 0.056 0.04 -0.151 0.742
Si 31.373 1.368 0.399 -0.026 -0.001 0.468
Si 29.249 3.617 -0.088 -0.134 0.055 0.694
Si 31.128 7.031 0.075 0.143 -0.13 0.78
Si 28.978 9.317 0.015 -0.202 0.062 0.742
Si 31.643 11.936 0.263 -0.08 0.119 0.758
Si -29.976 -0.002 1.352 0.022 -0.036 -0.02
Si -27.203 2.736 1.368 -0.023 0.005 -0.04
Si -29.836 5.439 1.323 0.003 -0.026 -0.042
Si -27.022 8.139 1.433 0.018 0.01 -0.046
Si -29.78 -5.529 1.491 -0.025 0.009 -0.023
Si -27.177 -2.942 1.666 -0.021 -0.023 -0.02
Si -24.484 -0.01 1.556 0.032 0.003 -0.037
Si 27.463 2.681 1.232 0.006 0.024 -0.058
Si -24.367 5.459 1.422 -0.024 0.022 -0.058
Si 27.277 8.118 1.143 -0.004 -0.016 -0.042
Si -24.337 10.911 1.39 -0.005 -0.011 -0.034
Si 27.276 -2.685 1.307 -0.014 0.006 -0.052
Si 29.939 -0.027 1.546 -0.006 -0.014 -0.035
Si -32.486 2.695 1.644 0.015 0 -0.029
Si 30.067 5.348 1.319 -0.012 0.03 -0.042
Si 32.631 8.138 1.512 -0.02 0.001 -0.045
Si 30.043 10.789 1.499 -0.002 -0.027 -0.051
Si 32.687 -2.65 1.426 0.029 -0.029 -0.003
Si -31.175 1.284 2.925 0.013 -0.005 0.015
Si -28.529 4.087 2.783 0.011 0.004 0.02
Si -31.198 6.764 2.741 0 -0.01 0.003
Si -28.43 9.44 2.826 0.008 -0.01 -0.003
Si -31.153 -4.027 2.758 -0.015 -0.042 0.014
Si -28.59 -1.39 2.752 -0.006 0.031 0.004
Si -25.857 1.409 2.795 -0.008 0.003 0.007
Si -23.077 4.055 2.797 0.015 0.018 -0.001
Si -25.716 6.79 2.848 -0.013 -0.02 0.026
Si -23.035 9.677 2.934 -0.044 0.013 0.027
Si -25.744 12.087 2.925 0.038 -0.015 0.022
Si 25.89 -1.342 2.652 0.003 0.023 0.028
Si 28.622 1.389 2.819 -0.014 0.008 0.042
Si -33.879 4.133 2.83 -0.014 -0.002 0.014
Si 28.586 6.715 2.589 0.011 0.014 0.007
Si 31.329 9.47 2.913 0.016 0.012 0.04
Si 28.612 12.228 2.68 -0.004 0.024 -0.005
Si 31.296 -1.425 2.848 -0.002 0.006 0.004
Si -32.609 -0.059 4.2 0.016 -0.004 -0.007
Si -29.841 2.722 4.204 -0.005 0.023 -0.002
Si -32.538 5.463 4.18 0.006 0.003 0.003
Si -29.85 8.111 4.14 0.003 0.004 0.006
Si -32.543 -5.416 4.131 0.012 0.008 -0.034
Si -29.875 -2.712 4.203 -0.006 0.001 -0.002
Si -27.212 -0.002 4.12 -0.024 -0.016 0.002
Si -24.468 2.737 4.171 0.021 -0.022 -0.003
Si -27.143 5.434 4.165 -0.001 -0.011 -0.029
Si -24.405 8.203 4.205 -0.001 -0.006 -0.013
Si -27.135 10.785 4.258 0.013 0.006 -0.006
Si -24.49 -2.754 4.282 0.005 0.002 -0.017
Si 27.223 -0.006 4.08 0 -0.023 -0.012
Si -35.272 2.742 4.138 -0.006 -0.017 -0.015
Si 27.251 5.397 3.992 0.013 0.005 0.008
Si 29.908 8.061 4.09 -0.006 -0.029 -0.015
Si 27.252 10.843 4.006 -0.004 -0.023 0.011
Si 29.931 -2.785 4.142 -0.013 0.002 0.008
Si -31.325 -1.323 16.427 0.012 0.001 -0.007
Si -28.609 1.402 16.464 0.002 -0.001 -0.001
Si -31.35 4.082 16.468 -0.026 0.006 0.009
Si -28.595 6.83 16.46 0.019 -0.009 0.004
Si -31.326 -6.797 16.394 -0.013 0.006 0.003
Si -28.565 -4.029 16.452 0.022 0.012 -0.004
Si -25.867 -1.304 16.469 -0.001 -0.005 -0.003
Si 25.782 1.314 16.239 0.005 0.007 -0.012
Si -25.886 4.114 16.456 -0.004 -0.001 -0.007
Si 25.729 6.748 16.293 0.002 -0.011 -0.006
Si -25.873 9.563 16.472 0.009 -0.013 0.002
Si 25.742 -4.116 16.274 -0.017 0.005 -0.002
Si 28.502 -1.394 16.34 -0.001 -0.008 0.004
Si -34.021 1.357 16.399 0.016 0 0.005
Si 28.495 4.031 16.316 0.002 0.005 0.006
Si 31.202 6.742 16.348 -0.004 0.006 -0.012
Si 28.421 9.475 16.306 -0.01 -0.004 -0.001
Si 31.21 -4.075 16.341 0.01 0.008 -0.006
Si -30.002 0.071 17.828 0.005 -0.004 -0.017
Si -27.233 2.749 17.834 -0.009 0.013 0.007
Si -29.989 5.484 17.806 0.001 0.007 0.013
Si -27.257 8.209 17.852 -0.012 0.018 -0.009
Si -29.918 -5.452 17.744 -0.003 0.005 -0.022
Si -27.259 -2.606 17.848 -0.01 0.001 0.004
Si -24.514 0.032 17.87 -0.015 0.008 0.004
Si 27.098 2.668 17.63 0.004 -0.024 0.013
Si -24.555 5.517 17.796 -0.003 0.006 -0.014
Si 27.056 8.096 17.676 0.012 0.027 0.02
Si -24.471 10.96 17.762 0.004 -0.001 0.011
Si 27.089 -2.767 17.657 0.009 0.011 -0.007
Si 29.888 -0.038 17.697 0 -0.007 0.009
Si -32.699 2.698 17.858 0.024 -0.009 -0.009
Si 29.841 5.369 17.71 -0.005 0.001 0.001
Si 32.545 8.131 17.678 0.014 -0.013 0.007
Si 29.749 10.901 17.609 0.003 0.005 -0.022
Si 32.587 -2.735 17.721 -0.016 -0.013 0.001
Si -31.336 1.362 19.299 -0.026 0.014 0.003
Si -28.623 4.115 19.163 -0.008 0.011 -0.015
Si 33.921 6.889 19.137 0.01 0.009 -0.019
Si -28.633 -6.76 19.232 0.002 -0.022 -0.002
Si 34 -4.089 19.036 0.003 0.04 -0.007
Si -28.651 -1.213 19.238 0.032 -0.022 -0.023
Si -25.901 1.382 19.241 -0.022 -0.019 -0.008
Si 25.672 3.987 18.966 -0.009 0.003 -0.013
Si -25.877 6.878 19.216 0.02 -0.015 -0.003
Si 25.636 9.457 19 -0.014 0.002 -0.04
Si -25.828 -3.977 19.107 0.024 0.004 -0.033
Si -23.093 -1.286 19.232 0.003 0.005 -0.013
Si 28.476 1.323 18.986 0.015 -0.004 -0.027
Si 31.175 4.062 19.173 -0.009 0.006 0.005
Si 28.402 6.679 19.016 -0.014 0.004 -0.021
Si 31.064 9.49 18.878 -0.007 -0.012 -0.036
Si 28.376 -4.149 19.046 -0.001 -0.02 -0.019
Si 31.214 -1.417 19.098 0.008 0.016 -0.02
Si 32.558 -0.102 20.582 -0.024 -0.014 0.061
Si -29.939 2.789 20.639 -0.004 0.002 0.049
Si 32.565 5.49 20.465 0.009 -0.003 0.028
Si 35.19 8.285 20.641 -0.022 -0.008 0.042
Si 32.495 10.809 20.123 0.031 -0.039 0.004
Si 35.282 -2.692 20.491 0.007 -0.009 0.043
Si -27.329 0.149 20.721 -0.006 0.042 0.018
Si -24.514 2.798 20.511 0.007 0.01 0.044
Si -27.326 5.538 20.533 -0.031 -0.001 0.033
Si -24.434 8.304 20.452 0.02 0.003 0.062
Si -27.189 -5.339 20.448 0.023 -0.008 0.079
Si -24.463 -2.667 20.544 -0.006 -0.015 0.042
Si 27.195 -0.08 20.373 0.025 0.001 0.064
Si 29.729 2.672 20.453 -0.01 -0.015 0.042
Si 26.971 5.328 20.361 0.011 0.013 0.03
Si 29.724 8.152 20.273 -0.008 -0.008 0.05
Si 26.992 10.786 20.382 -0.012 0.001 0.083
Si 29.731 -2.781 20.378 0.002 0.027 0.048
Si 33.585 -1.837 21.905 0.323 0.441 -0.57
Si -28.374 1.839 22.19 -0.206 -0.345 -0.703
Si 34.151 4.409 21.839 -0.146 -0.055 -0.741
Si 36.34 6.656 21.892 0.15 0.111 -0.757
Si 33.397 9.437 21.768 0.371 0.079 -0.619
Si 36.985 -3.723 21.72 -0.122 -0.189 -0.751
Si -26.059 -1.484 21.816 0.22 0.182 -0.699
Si 26.024 1.419 21.694 -0.199 -0.039 -0.723
Si -26.092 3.99 21.776 0.058 0.126 -0.737
Si 25.755 6.882 21.645 -0.194 -0.152 -0.668
Si -25.59 -6.434 21.748 -0.027 -0.144 -0.76
Si -23.324 -4.287 21.856 0.103 0.168 -0.749
Si 28.696 -1.233 21.8 -0.154 -0.131 -0.769
Si 30.855 1.033 21.713 0.067 0.094 -0.754
Si 28.071 3.784 21.75 0.183 0.06 -0.715
Si 31.311 7.102 21.592 0 -0.163 -0.69
Si 28.038 9.076 21.624 0.094 0.22 -0.769
Si 31.312 -4.063 21.447 -0.309 -0.12 -0.644
Si -30.19 7.8 -1.878 0.041 0.036 0.186
Si 31.58 -1.443 -6.955 -0.029 0.161 -0.127
Si -26.199 0.571 -3.933 0.045 0.027 -0.044
Si -25.782 5.259 -7.526 -0.008 -0.079 0.053
Si 29.977 6.561 26.572 0.07 -0.012 0.02
Si -26.707 -5.558 -2.262 -0.099 0.05 0.118
Si -31.649 -2.704 24.86 -0.114 0.04 -0.216
Si -30.862 -4.014 -4.311 0.031 0.051 0.002
Si -27.653 -0.625 -1.823 -0.082 0.085 0.154
Si 25.583 -2.107 26.118 -0.043 0.08 -0.044
Si 29.897 5.299 23.739 -0.006 -0.044 -0.127
Si -28.347 -0.15 -5.88 0.006 -0.023 0.027
Si -30.561 -7.119 -4.705 -0.096 0.029 0.084
Si -27.654 -6.207 26.221 0.05 0.023 -0.063
Si -24.267 -2.678 -6.716 -0.053 -0.029 0.088
Si -29.047 1.546 25.356 -0.032 0.044 -0.169
Si 30.502 -6.75 25.99 -0.011 -0.096 -0.073
Si -23.89 4.813 -3.556 0.022 0.049 -0.061
Si 28.854 4.63 -3.085 0.042 -0.069 0.19
Si 26.004 5.691 -3.068 -0.127 0.147 0.091
Si -28.255 -1.334 26.157 0.095 0.058 -0.014
Si 24.37 -0.089 23.917 0.006 -0.051 -0.123
Si 30.473 1.347 -7.479 -0.107 -0.112 -0.011
Si -30.087 -2.48 -1.747 -0.055 0.044 0.044
Si -32.48 7.315 -6.437 0.067 -0.079 -0.124
Si -27.684 -7.351 -4.728 0.064 -0.044 0.129
Si 27.906 2.713 -7.563 -0.005 0.045 -0.051
Si -31.869 2.326 26.499 0.068 0.104 0.045
Si 32.163 -5.269 23.89 0.167 0.061 -0.08
Si 28.04 -6.029 24.388 -0.142 -0.021 -0.013
Si -31.901 2.035 -7.55 0.06 -0.068 -0.057
Si 31.363 5.355 -4.46 -0.01 -0.013 0.027
Si 29.713 3.087 -5.333 0.07 -0.062 0.029
Si 25.559 -7.252 25.756 0.063 -0.006 0.038
Si -32.306 5.504 -1.931 -0.104 0.074 0.091
Si 30.039 -2.892 -2.009 -0.088 -0.026 0.031
Si 24.896 4.629 26.683 0.098 -0.04 -0.061
Si 27.82 -5.003 -2.204 0.025 0.11 0.239
Si 24.461 1.491 26.284 -0.066 -0.119 0.023
Si -24.736 5.96 23.841 -0.11 0.08 -0.242
Si -23.71 0.18 -5.842 0.031 -0.038 -0.062
Si 32.129 3.038 23.79 0.082 0.066 -0.227
Si -27.034 8.1 23.935 0.046 0.014 -0.19
Si -25.96 6.67 -4.791 0.036 0.102 0.036
Si 27.308 -3.173 23.865 -0.024 0.055 -0.212
Si 24.612 7.799 -5.037 0.099 -0.133 0.019
Si 27.773 -6.98 -7.42 -0.013 0.011 -0.106
Si 26.297 -6.022 -4.752 -0.028 -0.023 -0.073
Si -31.484 -0.099 -5.593 -0.067 -0.051 0.044
Si -28.161 -3.269 -5.865 -0.085 0.039 0.155
Si 24.977 -3.651 -6.219 0.028 -0.104 -0.161
Si -24.565 2.475 -7.731 -0.001 -0.042 -0.039
Si -28.845 -3.745 24.663 -0.036 0.003 -0.106
Si 32.062 -1.948 -4.26 0.112 -0.048 0.115
Si -31.253 -1.393 5.568 -0.014 0.003 0.009
Si -28.506 1.353 5.553 0.005 -0.006 -0.005
Si -31.226 4.071 5.54 0.004 -0.012 0.022
Si -28.513 6.774 5.538 -0.004 -0.005 0.003
Si -31.208 9.514 5.487 0 0.004 -0.004
Si -28.508 12.226 5.539 0.006 0.012 -0.006
Si -25.874 -1.351 5.548 0.004 0.008 0.003
Si -23.109 1.403 5.575 -0.008 0.001 0.005
Si -25.807 4.087 5.554 -0.001 0.012 0.003
Si 25.873 6.776 5.315 -0.012 0.002 0.009
Si -25.786 9.473 5.626 0.003 0 0.006
Si -23.092 12.28 5.659 0.003 0.011 0.011
Si 28.577 -1.379 5.446 -0.003 0.009 0.017
Si -33.955 1.351 5.507 0.001 0.01 0.023
Si -36.682 4.086 5.433 0.005 0.017 0.005
Si -33.966 6.789 5.49 -0.012 0.011 0.002
Si 28.577 9.476 5.411 0.003 0.006 0.005
Si -33.956 -4.115 5.495 0.016 -0.001 0.001
Si -29.894 -0.001 6.899 -0.008 0 -0.002
Si -27.158 2.719 6.919 0.005 -0.006 -0.004
Si -29.881 5.433 6.906 0.005 -0.012 -0.005
Si -27.181 8.128 6.942 0.011 -0.005 0.003
Si -29.884 10.869 6.889 0.01 -0.013 -0.005
Si -27.196 -2.716 6.928 -0.005 -0.003 -0.004
Si -24.481 0.013 6.902 0.003 -0.007 -0.006
Si 27.225 2.706 6.761 0 -0.005 -0.002
Si 24.52 5.404 6.677 -0.006 0.009 -0.01
Si -21.727 8.168 6.941 -0.001 -0.002 -0.01
Si -24.454 10.879 6.968 -0.001 0 -0.004
Si -21.733 -2.684 6.993 -0.001 -0.001 0.013
Si -35.343 -0.021 6.823 0.004 -0.01 -0.005
Si -32.605 2.709 6.876 -0.001 0 0.004
Si -35.331 5.422 6.828 0.01 -0.013 0.001
Si -32.609 8.169 6.84 -0.006 -0.003 -0.01
Si -35.335 -5.497 6.804 0.003 -0.01 -0.007
Si -32.628 -2.754 6.891 -0.003 0.003 0.005
Si -31.257 1.357 8.249 0.002 0.004 0.001
Si -28.531 4.076 8.273 -0.01 0.002 0.008
Si -31.267 6.806 8.228 0.006 -0.003 -0.008
Si -28.543 9.517 8.273 0 0.014 -0.003
Si -31.263 -4.104 8.252 -0.01 -0.002 -0.006
Si -28.557 -1.358 8.281 0.003 -0.004 -0.003
Si -25.818 1.367 8.292 0.006 0.006 -0.003
Si 25.857 4.067 8.096 0 0.003 -0.007
Si -25.821 6.791 8.305 -0.012 -0.013 0.004
Si -23.092 9.52 8.313 -0.003 -0.002 -0.003
Si -25.832 -4.068 8.295 0.012 0.01 -0.001
Si -23.125 -1.32 8.302 0.012 -0.003 0
Si 28.567 1.347 8.153 0.003 0 0
Si -33.986 4.069 8.208 -0.011 -0.003 -0.001
Si 28.568 6.788 8.149 0.014 0.007 -0.01
Si -33.982 -6.818 8.208 0.006 0.013 0.003
Si 28.585 -4.116 8.149 0.001 0.013 -0.004
Si -33.994 -1.373 8.211 0.011 -0.002 0.003
Si -32.634 -0.015 9.579 -0.002 0.002 -0.002
Si -29.909 2.72 9.62 -0.002 -0.009 -0.004
Si -32.637 5.437 9.576 -0.01 -0.008 -0.007
Si -29.922 8.161 9.618 -0.006 0.007 -0.005
Si -32.639 -5.46 9.595 -0.001 -0.004 0.002
Si -29.922 -2.726 9.624 -0.007 0.007 -0.001
Si -27.197 0.01 9.639 -0.001 -0.01 -0.003
Si 24.494 2.693 9.443 -0.003 0.001 0.003
Si -27.192 5.439 9.655 0.02 -0.003 -0.003
Si -24.47 8.168 9.663 -0.006 -0.001 -0.002
Si -27.2 -5.431 9.643 -0.005 -0.007 -0.004
Si -24.48 -2.696 9.653 0.001 -0.002 0
Si 27.203 -0.026 9.493 0 -0.006 -0.007
Si 29.921 2.699 9.538 0.012 -0.001 0.001
Si 27.204 5.413 9.488 0 0.005 -0.004
Si 29.92 8.135 9.541 -0.001 -0.002 0.001
Si 27.208 -5.479 9.487 0.005 -0.005 -0.007
Si 29.921 -2.752 9.542 0.004 -0.005 -0.005
Si -31.287 -1.359 10.97 -0.012 -0.003 0.005
Si -28.56 1.369 10.998 0.003 0.006 0.003
Si -31.285 4.085 10.956 0.005 0.004 -0.003
Si -28.566 6.811 10.993 -0.005 -0.003 0
Si -31.29 9.512 10.981 -0.006 0 0.005
Si -28.566 -4.073 11.001 0.006 -0.001 -0.001
Si -25.847 -1.341 11.013 0.006 0.005 -0.001
Si 25.836 1.338 10.835 0.003 -0.002 0.003
Si 23.12 4.05 10.788 -0.008 -0.003 0.001
Si -23.116 6.818 11.033 0.003 0.002 0.003
Si -25.843 9.535 11.008 0.011 0.01 0
Si -23.117 -4.053 11.009 -0.001 -0.004 -0.002
Si 28.55 -1.384 10.876 0.002 0 0.004
Si -34.003 1.349 10.915 -0.001 -0.005 -0.003
Si 28.548 4.06 10.878 0.004 -0.002 0
Si -34.013 6.785 10.929 -0.001 0.003 0.001
Si 28.549 9.497 10.885 0.005 0.006 0.001
Si -34.007 -4.092 10.936 0.007 0.009 0.007
Si -29.932 0.007 12.344 0.006 0 -0.005
Si -27.221 2.739 12.377 0.008 -0.006 -0.002
Si -29.941 5.446 12.336 -0.003 -0.007 -0.004
Si -27.215 8.179 12.365 0.003 0.002 -0.005
Si -29.938 10.886 12.35 -0.007 0.005 -0.001
Si -27.215 -2.7 12.369 -0.001 -0.005 -0.002
Si -24.502 0.036 12.375 0 -0.002 -0.001
Si 27.185 2.689 12.223 0.005 0.004 0.002
Si 24.465 5.407 12.17 0.009 0.01 0.002
Si -21.76 8.188 12.389 0 -0.001 0.004
Si -24.49 10.911 12.361 -0.004 0.001 -0.005
Si -21.768 -2.683 12.37 -0.002 -0.009 0
Si -35.373 -0.021 12.248 0.013 -0.001 -0.005
Si -32.654 2.709 12.293 -0.011 -0.003 -0.01
Si -35.388 5.414 12.266 0.001 -0.004 0
Si -32.666 8.14 12.319 -0.008 -0.002 -0.001
Si -35.384 -5.465 12.269 -0.002 -0.003 -0.004
Si -32.658 -2.724 12.313 -0.001 0.003 -0.003
Si -31.297 1.377 13.689 -0.008 0.001 0.006
Si -28.597 4.102 13.725 -0.006 0.011 0
Si -31.31 6.787 13.699 0.003 -0.006 0.003
Si -28.577 9.543 13.726 0.001 0.004 0.01
Si -31.305 -4.067 13.699 -0.007 0.008 0.008
Si -28.58 -1.34 13.728 0.011 -0.005 0.011
Si -25.864 1.391 13.746 -0.01 0.001 0.002
Si 25.807 4.051 13.558 0 -0.005 0.003
Si -25.862 6.823 13.736 0.007 -0.005 0.005
Si -23.142 9.557 13.729 -0.003 0.017 0
Si -25.844 -4.049 13.728 0.014 -0.012 -0.002
Si -23.138 -1.318 13.728 -0.006 0.011 -0.002
Si -36.738 1.33 13.6 0.012 -0.015 0.002
Si -34.034 4.053 13.638 0.012 -0.001 0
Si 28.51 6.772 13.608 -0.004 0.007 0.006
Si -34.044 9.5 13.66 0.01 -0.002 0.005
Si 28.516 -4.106 13.605 0.002 0.007 0.011
Si -34.028 -1.353 13.647 -0.012 0.006 0.005
Si -32.668 0.01 15.026 0 -0.004 -0.007
Si -29.968 2.747 15.088 0.013 0.006 0.001
Si -32.687 5.397 15.026 -0.009 -0.012 -0.003
Si -29.95 8.162 15.06 -0.006 -0.004 -0.001
Si -32.686 -5.447 15.021 -0.009 0.004 -0.011
Si -29.952 -2.698 15.083 -0.006 0 0
Si -27.237 0.039 15.103 0.006 0.005 -0.002
Si -24.504 2.753 15.111 -0.005 0.003 -0.001
Si -27.241 5.468 15.09 -0.002 -0.003 -0.01
Si -24.513 8.203 15.094 -0.002 0.003 0.003
Si -27.211 10.922 15.088 0.001 0.012 0.004
Si -24.503 -2.665 15.093 0 0.001 -0.001
Si 27.17 -0.045 14.927 -0.002 0.001 0
Si -35.389 2.682 14.992 0.001 -0.002 0.002
Si 27.137 5.405 14.955 0.004 -0.001 0.001
Si 29.849 8.128 14.994 0.003 -0.001 -0.002
Si 27.11 10.846 14.922 0.008 -0.008 0.003
Si 29.867 -2.727 14.965 0.014 0 -0.002
Si -14.772 -1.582 0.212 -0.075 0.164 0.799
Si -12.551 1.668 0.368 0.009 0.003 0.717
Si -14.707 3.848 0.277 -0.038 0.117 0.773
Si -11.986 6.665 0.198 -0.234 0.078 0.76
Si -15.089 -6.518 0.075 0.108 -0.253 0.722
Si -12.452 -3.669 0.243 0.006 -0.204 0.749
Si -9.345 -1.619 -0.039 -0.024 0.278 0.727
Si -6.359 1.227 -0.113 -0.396 0.138 0.743
Si -9.765 4.503 0.193 0.068 -0.259 0.727
Si -7.34 7.115 0.162 0.172 -0.022 0.748
Si -9.433 -6.866 -0.008 -0.171 0.169 0.678
Si -23.308 12.705 0.197 0.104 -0.291 0.787
Si -20.77 -1.109 0.231 0.234 0.001 0.752
Si -17.796 1.643 0.063 0.065 -0.236 0.726
Si -20.141 3.721 0.221 -0.007 0.144 0.768
Si -17.902 7.013 0.136 0.242 -0.094 0.708
Si -19.994 9.353 0.297 -0.204 0.066 0.718
Si -17.448 11.861 0.219 -0.035 0.235 0.747
Si -13.699 0.038 1.565 -0.001 -0.015 -0.046
Si -10.886 2.852 1.464 0.005 0.014 -0.053
Si -13.547 5.472 1.498 -0.012 0.011 -0.052
Si -10.885 8.273 1.465 0.024 -0.016 -0.057
Si -13.596 -5.345 1.448 0.005 0.005 -0.047
Si -10.864 -2.578 1.516 0.029 0.008 -0.026
Si -8.146 0.097 1.095 0.025 0.001 -0.043
Si -21.758 2.606 1.483 -0.02 -0.011 -0.045
Si -8.319 5.594 1.637 -0.008 0.01 -0.052
Si -21.628 8.346 1.681 0.027 0.006 -0.034
Si -8.252 -5.356 1.366 0 -0.017 -0.017
Si -21.806 -2.61 1.683 -0.005 -0.004 -0.054
Si -19.01 0.015 1.332 0.001 0.018 -0.06
Si -16.323 2.733 1.542 -0.003 0.01 -0.056
Si -19.043 5.429 1.452 -0.024 -0.025 -0.017
Si -16.26 8.18 1.398 -0.012 0.013 -0.046
Si -18.903 10.829 1.713 0.001 0.011 -0.048
Si -16.348 -2.767 1.451 -0.001 -0.022 -0.064
Si -15.043 1.355 2.931 0.005 0.009 0.031
Si -12.217 4.15 2.901 0 0.012 0.037
Si -14.946 6.826 2.803 -0.025 -0.002 0.013
Si -12.278 -6.733 2.803 -0.002 0.003 0.009
Si -14.971 -4.062 2.863 -0.004 -0.015 0.046
Si -12.233 -1.248 2.872 -0.027 -0.006 0.028
Si -9.484 1.387 2.639 -0.005 -0.041 -0.011
Si -6.849 4.113 2.73 0.018 0.002 -0.007
Si -9.628 6.942 2.963 -0.029 0.01 0.033
Si -6.864 -6.737 2.704 -0.018 -0.007 0.002
Si -9.587 -4.054 2.804 0 0.002 0.015
Si -23.158 -1.303 3.026 -0.004 0.004 0.027
Si -20.363 1.297 2.838 0.002 -0.022 0.035
Si -17.666 4.135 2.86 -0.001 -0.002 0.025
Si -20.357 6.783 2.882 0.037 0.01 0.035
Si -17.551 9.447 2.967 0.035 -0.029 0.02
Si -20.369 12.269 2.887 -0.006 -0.001 -0.009
Si -17.705 -1.356 2.762 0.003 0.026 -0.011
Si -16.388 -0.025 4.224 -0.01 -0.008 0.008
Si -13.608 2.747 4.204 0.012 0.004 -0.042
Si -16.295 5.482 4.208 -0.008 0.008 -0.007
Si -13.611 8.202 4.177 0.003 -0.005 -0.011
Si -16.261 -5.428 4.277 0 -0.004 -0.005
Si -13.596 -2.674 4.189 -0.011 0 -0.036
Si -10.833 0.102 4.138 0.007 0.017 0.013
Si -8.189 2.731 4.082 -0.011 -0.001 0
Si -10.929 5.515 4.282 -0.002 0.015 -0.003
Si -8.175 8.271 4.182 0.017 -0.016 0.002
Si -10.924 -5.398 4.184 0.028 -0.005 -0.003
Si -8.18 -2.649 4.065 0.009 0.021 -0.034
Si -21.717 0.024 4.29 0.011 0.002 -0.008
Si -19.038 2.73 4.185 -0.009 -0.008 -0.03
Si -21.746 5.424 4.2 -0.024 0.015 -0.004
Si -18.983 8.114 4.263 -0.008 0.018 -0.01
Si -21.702 10.969 4.313 -0.002 0.003 0.028
Si -19.02 -2.676 4.21 0.012 0.003 0.009
Si -14.892 -1.306 16.39 0.011 -0.013 -0.014
Si -12.144 1.381 16.431 0.003 0.002 -0.009
Si -14.915 4.109 16.467 -0.002 0.005 0.003
Si -12.169 6.768 16.391 -0.015 0.006 -0.014
Si -14.894 -6.776 16.376 0 0.004 -0.006
Si -12.162 -4.061 16.386 -0.007 0.021 -0.027
Si -9.431 -1.335 16.421 -0.001 -0.005 -0.004
Si -23.155 1.395 16.484 -0.002 -0.001 -0.001
Si -9.416 4.071 16.418 -0.005 0 -0.004
Si -23.146 6.848 16.447 0.014 -0.01 -0.003
Si -9.436 9.481 16.417 -0.027 -0.004 0
Si -23.108 -4.003 16.433 0.008 0.007 -0.003
Si -20.409 -1.317 16.432 -0.001 -0.007 -0.012
Si -17.641 1.422 16.462 0.015 0.009 0.001
Si -20.385 4.102 16.444 0.001 0.005 -0.012
Si -17.63 6.814 16.423 -0.007 0.005 -0.007
Si -20.403 9.56 16.391 -0.004 0.004 -0.017
Si -17.66 -4.032 16.363 0 0.012 -0.017
Si -13.541 0.052 17.772 0.007 -0.019 0.002
Si -10.718 2.678 17.794 0.012 0.003 0.006
Si -13.513 5.453 17.804 0.004 -0.01 0.037
Si -10.809 8.084 17.764 0.012 0 -0.008
Si -13.491 -5.455 17.725 0.005 0.013 0.005
Si -10.831 -2.679 17.744 -0.016 -0.015 -0.008
Si -8.044 0 17.799 -0.023 0.005 -0.009
Si -21.783 2.781 17.807 0.011 -0.001 0.016
Si -8.068 5.423 17.805 0.002 -0.007 0.007
Si -21.734 8.195 17.767 -0.018 0.007 0.009
Si -8 -5.48 17.695 0.014 -0.015 0.011
Si -21.755 -2.654 17.837 -0.002 0 0.005
Si -19.053 0.062 17.758 -0.01 -0.004 0.014
Si -16.277 2.774 17.862 -0.016 0 -0.006
Si -18.974 5.432 17.782 0.003 -0.014 -0.007
Si -16.256 8.205 17.733 0.002 -0.02 0.021
Si -19.076 10.98 17.702 -0.003 0.008 -0.014
Si -16.257 -2.694 17.684 -0.021 -0.003 0.004
Si -14.881 1.396 19.178 0.003 0.005 0.003
Si -12.104 4.027 19.101 -0.021 0.037 -0.016
Si -14.875 6.884 19.128 0.032 0.028 -0.026
Si -12.174 9.444 19.091 -0.038 -0.004 -0.014
Si -14.851 -4.042 19.002 0.003 0.016 -0.015
Si -12.18 -1.286 19.134 0.003 0.01 -0.014
Si -9.362 1.332 19.235 -0.015 0.012 -0.017
Si -23.189 4.167 19.12 0.008 -0.011 -0.02
Si -9.454 6.755 19.176 -0.014 -0.01 -0.002
Si -23.061 9.619 19.092 0.006 0.007 -0.038
Si -9.398 -4.102 18.936 -0.01 0.028 -0.027
Si -6.636 -1.325 19.149 0.014 0.008 -0.001
Si -20.4 1.43 19.152 -0.014 -0.027 -0.019
Si -17.641 4.136 19.252 -0.009 0.013 -0.016
Si -20.346 6.797 19.08 -0.006 0 -0.015
Si -17.685 9.624 18.959 0.014 -0.007 -0.019
Si -20.381 -4.028 19.179 0.011 -0.015 -0.001
Si -17.649 -1.344 19.001 -0.002 -0.006 -0.043
Si -16.338 -0.001 20.383 -0.011 -0.003 0.044
Si -13.425 2.697 20.521 0.028 -0.017 0.058
Si -16.216 5.556 20.526 -0.021 -0.022 0.032
Si -13.542 8.227 20.588 -0.012 -0.008 0.045
Si -16.293 -5.36 20.262 -0.017 -0.006 0.052
Si -13.564 -2.679 20.424 -0.032 0.01 0.034
Si -10.793 0.006 20.578 -0.004 -0.002 0.034
Si -8.024 2.689 20.674 -0.004 -0.01 0.043
Si -10.779 5.338 20.537 -0.012 -0.016 0.057
Si -8.07 8.131 20.484 0.013 0.009 0.037
Si -10.674 -5.55 20.256 0.046 -0.019 0.032
Si -8.056 -2.759 20.307 -0.013 -0.02 0.051
Si -21.741 0.11 20.594 0.006 0.007 0.048
Si -19.069 2.764 20.578 0.009 0.029 0.037
Si -21.791 5.515 20.439 0.003 0.016 0.037
Si -18.967 8.239 20.318 0.002 0 0.048
Si -21.703 10.905 20.563 -0.018 0.002 0.045
Si -18.947 -2.66 20.444 -0.009 0.019 0.05
Si -15.202 -1.539 21.715 0.169 0.033 -0.707
Si -11.933 1.524 22.004 -0.187 -0.111 -0.704
Si -14.549 4.37 21.694 -0.113 -0.006 -0.772
Si -12.354 6.55 21.781 0.099 0.159 -0.787
Si -15.226 9.513 21.725 0.283 -0.029 -0.634
Si -11.885 -3.986 21.396 -0.313 -0.058 -0.708
Si -9.642 -1.735 21.663 0.266 0.408 -0.637
Si -22.939 1.716 21.9 -0.067 -0.211 -0.717
Si -9.683 3.767 22 0.132 0.172 -0.777
Si -22.801 7.206 21.724 -0.116 -0.117 -0.793
Si -9.176 9.749 21.798 -0.117 -0.161 -0.736
Si -7.046 -4.263 21.755 0.248 -0.051 -0.706
Si -20.071 -1.09 21.763 -0.179 -0.018 -0.736
Si -17.881 1.105 21.772 0.056 0.164 -0.746
Si -20.735 3.942 21.806 0.192 0.012 -0.694
Si -17.375 7.253 21.704 0.036 -0.193 -0.708
Si -20.449 9.288 21.784 0.018 0.256 -0.685
Si -17.323 -3.825 21.693 -0.171 -0.019 -0.746
Si -13.726 7.993 -2.026 0.05 0.07 0.107
Si -17.049 -3.519 -5.505 0.005 0.03 -0.065
Si -11.183 -0.02 -1.974 0.025 -0.146 0.06
Si -14.813 -1.508 -6.058 -0.116 0.025 -0.13
Si -18.015 -6.198 -4.404 0.005 0.041 -0.065
Si -10.837 -4.988 -2.164 0.069 -0.1 0.001
Si -10.134 -1.984 24.485 0.127 0.064 -0.183
Si -13.566 -3.951 -6.962 -0.051 0.007 0.111
Si -13.511 0.227 -3.739 0.005 0.074 0.203
Si -20.323 -3.854 26.013 0.066 0.017 0.017
Si -18.729 5.312 23.596 -0.053 0.098 -0.15
Si -12.979 5.494 -6.17 0.056 -0.053 0.107
Si -12.121 -5.241 -4.846 0.03 0.033 0.118
Si -12.026 -6.727 25.816 -0.02 0.099 -0.126
Si -10.681 -4.012 26.31 -0.158 0.13 -0.106
Si -13.822 0.082 24.122 0.161 -0.04 -0.085
Si -18.66 -5.6 23.981 0.024 -0.097 -0.091
Si -10.175 4.159 -5.878 0.011 -0.014 0.033
Si -21.728 5.517 -1.716 -0.045 0.009 0.069
Si -24.781 2.519 -2.137 0.145 -0.093 0.173
Si -10.9 1.558 -4.364 -0.099 -0.034 0.049
Si -24.188 -0.22 23.991 -0.067 0.023 -0.156
Si -17.178 -7.138 26.312 -0.078 0.134 0.082
Si -16.183 0.022 -2.134 0.02 0.143 0.003
Si -17.088 7.542 -5.602 -0.016 0.015 0.003
Si -12.094 8.09 -4.729 0 0.015 0.059
Si -19.157 5.454 -6.419 0.031 -0.052 -0.107
Si -16.925 3.425 -6.981 -0.074 0.046 0.072
Si -12.868 -2.511 25.026 0.021 -0.128 -0.005
Si -20.022 -6.1 -6.846 0.022 -0.009 0.088
Si -15.528 2.021 25.959 0.099 -0.035 0.044
Si -15.528 5.157 -4.836 0.075 0.054 0.02
Si -21.266 5.702 -4.565 -0.031 -0.076 0.072
Si -25.473 -4.363 -4.617 0.027 0.014 0.009
Si -15.978 5.733 -1.898 -0.024 0.021 0.214
Si -19.441 -5.076 -1.94 -0.039 0.043 0.144
Si -18.442 6.497 26.359 -0.012 0.024 -0.002
Si -21.374 -2.952 -2.022 -0.059 -0.022 0.163
Si -24.641 4.914 26.593 -0.132 0.035 0.12
Si -8.213 5.596 24.09 -0.039 -0.017 -0.135
Si -9.05 -0.608 -5.461 -0.011 -0.02 0.137
Si -16.568 3.142 23.588 -0.059 -0.063 -0.068
Si -10.433 7.822 23.976 0.078 0.035 -0.253
Si -9.29 6.746 -4.338 -0.017 -0.021 -0.019
Si -21.898 -2.43 23.91 -0.012 -0.077 -0.152
Si -21.171 7.424 -6.774 0.174 -0.004 -0.096
Si -21.292 -3.186 -6.858 -0.067 0.097 -0.082
Si -25.106 -7.12 -5.881 0.06 -0.007 0.056
Si -18.306 -1.033 -4.257 0.047 -0.085 0.079
Si -9.735 -3.428 -4.484 -0.108 -0.01 0.174
Si -21.363 -1.333 -4.41 -0.059 0.126 -0.039
Si -9.1 -0.086 26.692 -0.004 -0.051 0.023
Si -13.588 -5.078 23.709 -0.136 0.098 -0.092
Si -17.264 0.241 -6.815 0.122 -0.049 -0.087
Si -14.971 -1.344 5.561 0.011 0.002 0.003
Si -12.215 1.407 5.536 -0.001 0.001 0.007
Si -14.952 4.111 5.567 0.003 0.006 -0.003
Si -12.289 6.863 5.599 -0.006 0.002 0.011
Si -14.916 9.539 5.612 -0.008 -0.008 0.009
Si -12.255 -4.039 5.556 -0.022 -0.006 -0.006
Si -9.522 -1.316 5.482 -0.004 -0.001 -0.013
Si -6.884 1.392 5.517 0.009 0.013 0.003
Si -9.523 4.094 5.506 0.013 0.002 -0.003
Si -23.077 6.814 5.562 -0.002 -0.005 0.011
Si -9.545 -6.729 5.545 -0.012 -0.01 0.011
Si -6.832 -4.025 5.434 -0.003 -0.003 -0.008
Si -20.368 -1.349 5.619 -0.018 -0.011 0.007
Si -17.702 1.374 5.576 -0.009 -0.005 0.003
Si -20.39 4.077 5.569 0.014 0.001 -0.004
Si -17.639 6.792 5.627 -0.001 -0.006 0.012
Si -20.352 9.524 5.589 0.02 -0.013 -0.005
Si -17.66 -4.049 5.574 -0.008 -0.007 0.003
Si -13.585 0.029 6.889 0.002 0.002 -0.005
Si -10.874 2.76 6.903 -0.004 0 -0.012
Si -13.618 5.475 6.946 -0.006 0.014 -0.002
Si -10.881 -8.112 6.913 0.001 0.004 -0.002
Si -13.571 -5.407 6.951 0.009 -0.011 -0.003
Si -10.873 -2.672 6.873 0.006 0.001 -0.004
Si -8.201 0.024 6.886 -0.003 0.01 -0.004
Si -21.758 2.75 6.951 -0.005 0.004 -0.008
Si -24.459 5.46 6.919 -0.007 0.012 -0.006
Si -5.464 8.195 6.818 0.005 0.009 -0.001
Si -8.168 -5.367 6.855 -0.006 0.009 -0.002
Si -5.475 -2.717 6.832 0.007 0.009 -0.01
Si -19.032 0.03 6.969 -0.007 0.001 -0.003
Si -16.314 2.736 6.916 -0.004 -0.001 -0.007
Si -19.025 5.429 6.946 0.007 0.002 -0.001
Si -16.294 8.184 6.962 0.01 0 0.001
Si -19.012 -5.414 6.944 -0.003 0.009 0.003
Si -16.305 -2.699 6.946 0.002 -0.003 -0.011
Si -14.939 1.383 8.266 0.007 0.009 -0.008
Si -12.229 4.113 8.271 0.005 0.01 0
Si -14.953 6.823 8.324 -0.011 -0.005 0.005
Si -12.213 -6.765 8.3 0.006 0.012 -0.001
Si -14.943 -4.055 8.303 -0.005 -0.013 0.001
Si -12.229 -1.331 8.254 -0.004 -0.006 -0.007
Si -9.535 1.381 8.26 -0.006 -0.012 -0.001
Si -23.112 4.112 8.304 0.006 0.006 -0.001
Si -9.52 6.82 8.24 -0.019 -0.013 -0.003
Si -6.811 -6.764 8.189 0 -0.011 -0.008
Si -9.515 -4.031 8.24 0.008 0.004 -0.002
Si -6.812 -1.344 8.205 -0.003 -0.003 -0.002
Si -20.404 1.387 8.313 -0.001 -0.013 0.004
Si -17.665 4.081 8.302 -0.016 -0.004 -0.002
Si -20.377 6.807 8.303 0.002 0.001 -0.002
Si -17.657 -6.77 8.311 0.004 0.002 -0.007
Si -20.375 -4.066 8.319 -0.007 -0.006 -0.008
Si -17.659 -1.333 8.308 0.002 0.004 -0.008
Si -16.291 0.032 9.65 0.003 -0.009 -0.002
Si -13.58 2.741 9.629 -0.001 -0.001 -0.003
Si -16.313 5.453 9.662 -0.002 0.009 -0.003
Si -13.571 -8.134 9.655 0.007 -0.002 -0.004
Si -16.296 -5.413 9.668 -0.001 0.005 0
Si -13.57 -2.688 9.641 0.005 -0.003 -0.002
Si -10.873 0.016 9.627 -0.012 0.011 0.004
Si -24.474 2.743 9.657 0.004 -0.006 0.003
Si -10.861 5.466 9.621 0 0.004 0.004
Si -8.143 -8.134 9.575 0.002 0.007 -0.003
Si -10.843 -5.402 9.628 -0.003 -0.014 -0.001
Si -8.146 -2.694 9.596 -0.008 0.01 0.003
Si -21.768 0.034 9.67 -0.017 0.013 0.003
Si -19.031 2.74 9.668 0.009 0.001 -0.006
Si -21.75 5.465 9.669 -0.007 0.008 -0.003
Si -19.024 -8.139 9.659 0 0 -0.001
Si -21.745 -5.425 9.669 0.011 0.004 0
Si -19.022 -2.692 9.667 -0.005 -0.014 -0.001
Si -14.926 -1.326 11.006 -0.001 0 -0.002
Si -12.219 1.38 10.988 -0.001 -0.006 -0.001
Si -14.933 4.097 11 -0.001 0.002 -0.003
Si -12.204 -9.499 10.997 -0.007 0.001 0.002
Si -14.927 -6.776 11.015 -0.001 -0.006 -0.001
Si -12.2 -4.051 10.994 0.007 0 0.001
Si -9.491 -1.341 10.972 0.001 -0.01 -0.001
Si -23.122 1.395 11.032 0.011 0.002 0.005
Si -25.841 4.091 11.027 -0.011 0 0.005
Si -6.778 6.82 10.928 -0.003 0.002 -0.001
Si -9.481 -6.782 10.966 -0.004 0.007 0.001
Si -6.776 -4.071 10.928 -0.001 -0.001 -0.007
Si -20.397 -1.33 11.014 0.002 -0.004 -0.004
Si -17.658 1.386 11.015 -0.008 0.004 -0.003
Si -20.391 4.103 11.027 0.005 -0.005 0.003
Si -17.667 6.818 11.017 0.001 -0.002 0
Si -20.388 -6.783 11.025 -0.006 0.001 -0.003
Si -17.658 -4.049 11.022 0.004 0.004 -0.005
Si -13.562 0.028 12.368 0.003 0.004 0.003
Si -10.843 2.73 12.336 -0.011 -0.003 0.002
Si -13.558 5.451 12.351 0.005 0.004 0.002
Si -10.825 -8.146 12.34 0.004 0 0.002
Si -13.553 -5.416 12.358 -0.003 -0.001 0.004
Si -10.822 -2.707 12.351 -0.004 0.009 0
Si -8.118 0.013 12.32 -0.01 0.009 0.008
Si -21.758 2.751 12.392 -0.007 0 0.004
Si -24.486 5.459 12.389 0.003 -0.001 -0.004
Si -5.408 8.168 12.284 0.007 0.004 0.006
Si -8.108 -5.432 12.318 0.007 -0.005 -0.004
Si -5.409 -2.713 12.274 0.004 -0.005 -0.001
Si -19.035 0.036 12.368 0.005 -0.008 0
Si -16.289 2.745 12.369 0.006 0.004 -0.002
Si -19.03 5.466 12.382 -0.005 0.011 -0.003
Si -16.288 8.173 12.361 -0.003 -0.002 -0.004
Si -19.023 -5.414 12.37 -0.001 0 -0.001
Si -16.294 -2.678 12.366 -0.002 -0.01 -0.003
Si -14.913 1.4 13.73 -0.007 -0.006 0.006
Si -12.195 4.085 13.705 0 0.001 -0.001
Si -14.915 6.811 13.708 -0.002 -0.001 -0.006
Si -12.174 -6.782 13.703 -0.001 -0.005 0.004
Si -14.922 -4.047 13.701 -0.004 0.022 -0.001
Si -12.176 -1.339 13.703 0.006 -0.01 -0.001
Si -9.464 1.377 13.686 -0.013 0.008 0.002
Si -23.124 4.106 13.755 0.014 -0.005 0.006
Si -9.46 6.793 13.685 -0.004 0.003 0.002
Si -6.751 9.519 13.672 -0.011 0.011 0.008
Si -9.442 -4.071 13.702 0.001 -0.013 -0.004
Si -6.747 -1.357 13.665 0.004 -0.003 0.002
Si -20.396 1.385 13.744 0.011 0.005 0.002
Si -17.654 4.106 13.725 0.002 0 0
Si -20.396 6.825 13.741 -0.005 0.003 0.007
Si -17.653 9.535 13.71 0.011 -0.009 -0.005
Si -20.394 -4.042 13.711 0.005 -0.001 0
Si -17.656 -1.304 13.719 -0.011 -0.005 -0.004
Si -16.289 0.058 15.08 -0.008 0.001 0.006
Si -13.541 2.748 15.101 0.005 0.01 0.004
Si -16.27 5.453 15.074 0.001 0.002 0.006
Si -13.53 8.162 15.049 0.001 -0.008 -0.001
Si -16.285 -5.417 15.043 -0.006 -0.003 0.001
Si -13.544 -2.697 15.048 -0.001 -0.008 -0.003
Si -10.805 0.016 15.058 0 -0.006 0.006
Si -8.077 2.723 15.033 -0.004 0.011 -0.001
Si -10.801 5.415 15.049 -0.002 -0.002 -0.001
Si -8.088 8.135 15.044 0.009 -0.006 0.006
Si -10.788 -5.442 15.062 -0.007 0.01 0.003
Si -8.071 -2.712 15.064 -0.002 0.001 0.003
Si -21.79 0.041 15.099 -0.006 -0.014 0
Si -19.018 2.75 15.085 -0.002 -0.002 0.008
Si -21.763 5.476 15.108 -0.009 -0.003 -0.004
Si -19.012 8.182 15.079 0.004 0.004 -0.001
Si -21.772 10.932 15.064 -0.002 -0.002 0
Si -19.037 -2.659 15.052 0.004 -0.006 -0.005
O -6.327 8.159 -6.595 -0.112 -0.056 -0.038
O 9.914 4.423 -3.073 0.249 0.032 0.5
O 3.383 7.088 -1.536 -0.013 -0.141 -0.543
O -6.609 -3.274 22.969 -0.202 -0.005 0.319
O -9.773 -3.465 25.067 0.662 -0.402 -0.354
O 3.679 -4.465 22.601 -0.218 0.161 0.416
O 3.618 0.995 22.516 0.298 -0.092 0.318
O 6.486 -7.137 22.997 0.12 -0.144 0.175
O -5.476 8.01 22.188 -0.24 -0.114 0.084
O 7.999 -8.096 -0.21 -0.054 0.103 0.177
O 2.069 -1.046 23.057 0.267 -0.249 0.611
O -2.323 -2.279 -3.566 0.015 0.497 -0.146
O 3.278 -0.975 -3.101 0.086 -0.211 -0.566
O -0.183 -5.411 -0.549 0.321 0.261 -0.506
O -4.402 -1.856 23.234 0.182 -0.133 0.416
O -2.606 -0.074 22.301 -0.061 -0.063 0.242
O -3.933 -6.855 23.52 0.019 0.368 0.48
O -6.25 -4.642 -1.083 0.392 -0.269 -0.211
O -0.576 0.455 -0.42 0.003 -0.004 -0.481
O 2.993 -2.717 -1.049 0.103 0.103 0.448
O 4.91 5.062 24.885 -0.319 -0.07 -0.23
O -6.847 4.292 -2.84 0.23 0.122 -0.891
O 0.689 4.994 26.657 0.272 0.562 -0.084
O 6.18 -5.832 25.261 0.112 0.283 -0.176
O 11.073 0.034 -0.504 0.049 0.117 -0.135
O 7.594 4.219 22.56 0.327 -0.096 0.143
O 5.769 -5.803 -3.906 0.369 -0.104 0.012
O -2.442 6.77 -5.589 -0.244 -0.215 0.221
O 7.11 -5.962 -6.288 0.135 -0.392 -0.036
O 4.695 -4.575 -1.685 -0.119 0.09 -0.059
O -4.795 -5.549 -3.297 0.023 0.241 -0.73
O 4.768 6.78 22.908 0.167 0.125 0.142
O 6.927 -0.66 22.824 -0.596 0.078 0.228
O 1.633 -7.241 -1.236 0.07 -0.191 -0.065
O -7.103 -6.082 -5.223 -0.286 -0.006 -0.225
O -6.864 -4.035 -3.47 -0.494 0.361 0.226
O 7.572 3.949 -1.503 0.093 -0.536 0.174
O -1.32 4.038 -3.129 -0.143 -0.088 0.068
O 2.457 2.845 -0.496 0.086 0.028 -0.089
O -3.346 4.539 23.175 -0.273 0.155 0.562
O -3.186 -1.442 -1.123 0.599 0.171 -0.034
O 4.544 3.527 -7.375 -0.161 -0.157 0.082
O 8.024 0.097 -3.395 0.34 -0.408 -0.453
O -5.733 -0.525 -7.144 -0.18 -0.426 0.156
O -5.298 6.035 -7.686 -0.121 -0.09 0.246
O 9.334 6.264 22.698 0.299 -0.231 0.579
O 0.15 -5.376 25.397 -0.169 -0.449 0.133
O 3.583 7.599 -6.096 0.057 0.811 0.12
O 9.39 6.692 -1.619 -0.06 -0.522 -0.248
O -4.275 -2.707 -7.54 0.213 -0.037 -0.516
O -10.968 -5.58 26.186 0.525 -0.144 0.147
O -8.22 -2.746 -0.496 -0.131 -0.139 -0.175
O 2.537 3.317 -5.602 -0.003 0.175 -0.115
O 1.157 6.75 -5.573 -0.377 -0.254 0.053
O -6.493 -1.181 24.692 -0.007 -0.046 -0.052
O -4.688 3.855 -6.122 -0.114 0.023 0.209
O 2.159 -4.013 -5.452 -0.24 -0.61 0.087
O 5.577 2.665 21.89 -0.311 0.073 0.5
O 5.405 5.503 -0.744 -0.142 -0.079 -0.289
O -10.692 7.526 -4.144 0.053 0.044 0.235
O -0.779 1.604 23.062 -0.322 -0.109 0.5
O 3.913 -6.904 -2.517 -0.061 0.092 -0.122
O -5.105 5.849 26.461 0.363 -0.113 -0.389
O -0.697 6.357 -7.525 -0.047 0.047 0.217
O 4.084 -6.674 23.953 -0.308 -0.24 -0.143
O 0.278 -2.817 22.265 0.264 0.24 0.303
O -3.041 -0.344 -7.498 0.031 0.664 0.301
O -5.759 -7.934 -3.982 -0.138 -0.582 0.222
O -2.718 8.041 -0.319 0.149 0.026 -0.201
O -5.181 2.789 22.36 0.224 0.225 0.294
O 1.14 -0.98 -1.597 -0.409 0.399 -0.172
O 8.158 -4.249 26.068 0.238 -0.294 -0.5
O 9.305 1.578 -1.595 -0.479 0.25 0.217
O 6.382 -1.086 -1.785 -0.305 0.024 0.008
O 0.198 8.074 22.09 0.073 0.275 0.231
O 7.137 6.259 24.055 0.201 0.259 -0.011
O -0.085 3.145 24.991 0.091 -0.22 0.319
O 0.635 4.447 -1.366 0.359 0.038 -0.504
O -1.68 -2.02 -6.166 0.228 0.049 0.012
O -2.089 -3.812 -1.476 0.174 -0.021 -0.413
O 23.39 -3.873 -6.447 -0.295 -0.029 0.184
O 8.855 3.272 -6.933 0.24 -0.512 0.5
O -1.448 6.003 -1.297 0.046 -0.212 -0.205
O 6.559 -3.736 -5.222 0.502 -0.011 0.249
O 5.459 -2.653 21.974 0.078 -0.238 0.579
O -2.316 -4.631 25.773 -0.623 0.292 -0.122
O 0.174 6.196 -3.276 0.107 0.023 -0.032
O 1.7 0.861 -5.997 0.058 -0.097 -0.374
O 28.513 -6.146 -1.288 -0.215 -0.252 -0.398
O -4.538 -3.159 -2.418 -0.5 0.207 0.103
O -12.103 -3.184 26.298 -0.437 -0.074 0.672
O 16.627 -4.985 -6.944 0.428 0.177 0.551
O 3.854 0.897 -1.391 0.033 0.088 0.026
O 2.212 -1.097 -7.625 0.394 0.379 -0.104
O -29.891 -0.238 -5.414 0.047 0.055 0.072
O 4.439 5.215 -5.405 0.292 -0.214 0.6
O 19.49 -4.74 -5.368 -0.027 0.28 -0.164
O 2.815 5.32 22.025 0.021 -0.088 0.36
O 14.312 7.904 -7.516 -0.242 -0.322 0.357
O 28.957 -6.576 25.578 -0.337 -0.484 0.544
O 1.081 3.438 22.672 0.074 -0.058 0.093
O 25.176 6.513 -4.201 -0.004 -0.235 -0.13
O 32.393 0.288 -0.367 -0.305 0.206 -0.468
O 9.027 0.877 -7.874 -0.128 -0.062 0.557
O -24.084 5.388 25.176 0.6 0.089 0.13
O -18.272 6.723 22.965 -0.335 0.311 0.375
O -1.078 4.495 -5.722 0.586 0.232 -0.197
O 1.522 -2.984 -3.197 -0.091 -0.573 0.048
O -5.373 -3.528 25.156 -0.06 -0.501 -0.26
O 30.999 4.083 -5.407 0.393 -0.139 -0.437
O 13.876 7.222 -3.24 -0.356 0.401 0.207
O -5.905 -3.709 -5.81 -0.267 0.274 -0.205
O -4.81 2.923 -3.578 0.167 -0.271 -0.182
O 6.366 -6.553 -1.502 0.348 -0.119 -0.232
O 8.237 -5.443 22.046 0.15 0.108 0.562
O 4.513 -5.12 -6.143 -0.275 -0.541 -0.311
O 5.125 2.27 25.41 -0.072 0.095 -0.495
O -1.687 -6.964 24.659 0.718 -0.416 0.19
O 8.992 2.623 26.497 0.289 -0.549 -0.189
O 28.424 -0.596 26.351 0.002 0.183 -0.707
O 20.041 6.561 -1.692 -0.239 -0.277 -0.089
O 10.11 -3.77 22.759 0.14 -0.26 0.223
O 8.807 1.247 22.737 -0.27 0.283 0.014
O 17.509 -6.793 23.174 0.307 0.51 0.444
O 19.953 0.76 22.844 0.067 0.241 0.076
O 22.425 -6.915 23.178 -0.611 -0.205 0.111
O 10.936 8.155 21.952 -0.092 0.023 0.529
O 24.522 -8.089 -0.638 -0.248 -0.203 -0.448
O 18.904 0.462 25.178 -0.295 -0.208 0.273
O -8.14 0.732 25.673 -0.004 0.762 0.074
O 20.278 -1.107 -2.529 -0.093 -0.023 0.508
O 16.352 -5.412 -0.416 -0.165 0.026 -0.433
O 11.883 -1.862 23.054 0.225 -0.124 0.654
O 13.544 -0.022 22.13 -0.04 0.016 0.515
O 12.671 -6.383 22.804 0.162 0.08 0.517
O -18.723 5.449 25.183 -0.155 -0.429 0.408
O 12.448 3.519 -1.604 -0.418 -0.327 -0.039
O 20.682 -5.298 -0.718 0.061 -0.138 -0.183
O 14.979 -3.092 -7.691 -0.101 -0.077 0.241
O 8.335 2.596 -3.718 -0.315 -0.059 -0.263
O 19.741 -1.663 23.895 0.499 0.064 0.348
O 21.776 7.726 25.147 0.039 -0.052 0.385
O 27.379 -0.011 -0.551 0.157 -0.183 -0.477
O 10.033 7.692 -7.396 0.214 -0.137 0.429
O 23.865 3.926 22.941 0.211 -0.224 0.001
O 20.843 -5.017 -3.214 0.33 0.377 -0.623
O 17.157 -2.032 -1.183 -0.041 -0.379 -0.304
O 32.395 -2.932 21.887 -0.018 -0.248 0.205
O 30.99 -4.905 22.815 -0.284 -0.456 0.187
O 9.857 -4.677 -1.402 -0.222 -0.034 -0.202
O 20.27 7.066 23.103 -0.084 0.472 0.21
O 18.584 7.963 -3.419 -0.371 -0.21 -0.505
O 23.856 1.166 24.809 -0.289 0.371 -0.093
O 18.042 -7.219 -1.171 0.548 -0.431 -0.098
O -0.468 -3.76 -4.761 -0.005 -0.545 0.029
O -19.982 6.481 -7.399 0.397 -0.138 -0.498
O 23.529 3.266 -1.183 -0.523 -0.301 -0.446
O 15.337 6.022 -1.036 0.193 0.081 0.079
O 19.142 2.659 -0.662 0.1 0.282 -0.153
O 11.842 -6.447 -1.206 -0.128 0.305 -0.163
O 13.227 -4.75 24.825 -0.708 0.326 0.088
O 12.801 -1.682 -1.486 0.072 -0.182 -0.211
O 21.413 3.567 -7.419 -0.212 0.041 0.56
O 18.501 -1.517 -7.254 -0.435 -0.071 0.332
O -2.462 -7.042 -6.408 0.12 0.286 0.094
O 13.152 6.273 24.78 -0.128 0.296 -0.265
O 25.083 6.266 23.011 0.302 0.265 0.289
O 17.668 -0.555 22.926 -0.181 0.029 0.103
O 25.483 -4.669 -5.086 0.133 0.028 0.423
O 24.406 0.343 -5.358 0.732 -0.176 0.136
O 14.529 -4.482 22.684 -0.196 0.294 0.397
O 2.659 1.558 -3.688 -0.336 0.152 0.093
O -16.314 -7.929 22.26 0.155 -0.071 0.435
O 19.779 -4.164 23.049 -0.298 -0.433 0.248
O -19.661 -4.681 24.819 -0.064 -0.025 0.031
O 14.879 3.853 -2.598 -0.031 -0.191 -0.328
O 9.354 -5.059 -5.232 -0.211 0.388 0.314
O 21.907 -6.165 25.735 -0.235 0.568 -0.022
O 18.9 4.676 -7.531 -0.187 -0.317 0.425
O 12.19 5.997 -1.346 -0.194 0.368 0.059
O 9.397 -1.243 23.033 0.122 0.053 -0.576
O 23.238 -0.739 22.969 -0.3 -0.015 0.412
O -17.33 7.6 26.019 0.602 -0.194 -0.006
O 15.142 -1.516 -2.755 -0.332 0.286 -0.737
O 21.68 2.595 22.133 0.031 -0.024 0.576
O 14.387 6.221 22.541 0.074 0.289 0.162
O 21.917 5.276 -0.546 0.239 0.162 -0.453
O 26.134 6.511 -1.674 0.481 -0.102 -0.048
O 5.979 -0.148 26.306 -0.088 -0.137 0.319
O 15.17 1.802 23.006 -0.227 -0.381 0.36
O 20.845 -7.455 -2.381 -0.124 0.007 -0.125
O 19.694 -1.427 -4.989 0.354 0.061 0.012
O 20.064 2.868 25.626 0.443 -0.137 -0.662
O 28.473 3.538 -6.296 -0.424 0.667 0.167
O 18.176 -5.755 -3.316 -0.142 0.332 -0.178
O -13.894 -3.633 24.416 -0.578 0.225 -0.185
O -26.367 5.895 -6.157 -0.287 -0.024 -0.084
O 14.223 1.848 -1.046 -0.218 -0.018 0.178
O 15.477 -3.717 25.952 -0.089 0.468 0.007
O 7.998 5.726 -6.178 -0.126 0.171 -0.443
O 16.254 -2.653 22.029 0.039 -0.126 0.373
O 13.799 -0.648 -7.648 0.008 0.315 -0.361
O 16.635 6.293 -7.269 -0.08 -0.406 0.059
O -2.633 2.541 -4.94 0.147 -0.324 -0.004
O 11.186 -6.84 -5.724 0.486 -0.182 0.224
O 13.734 8.158 -0.431 -0.041 0.144 -0.56
O 10.736 2.821 21.937 -0.103 0.152 0.413
O -16.634 1.001 26.519 -0.125 -0.375 -0.282
O 20.684 -0.034 -6.942 -0.443 0.652 0.373
O 25.81 1.973 -1.41 0.02 0.119 -0.238
O 22.714 -1.055 -1.488 -0.178 -0.226 -0.129
O 16.124 7.999 21.778 -0.022 0.06 0.417
O 27.238 7.845 -7.816 0.325 -0.298 -0.251
O 16.592 2.663 25.079 0.113 -0.443 0.035
O 17.277 4.332 -1.557 0.057 -0.093 -0.504
O -20.167 4.792 23.087 -0.181 0.085 0.413
O 14.589 -3.594 -1.195 0.151 -0.29 -0.211
O 4.379 -2.52 -5.948 -0.166 0.409 0.272
O 24.167 2.039 -3.412 0.343 0.101 -0.156
O -12.566 0.798 23.342 0.105 0.02 0.43
O 20.951 -2.633 -7.017 -0.404 -0.122 -0.103
O 21.715 -2.703 22.067 -0.235 0.068 0.519
O 16.699 -7.492 -7.538 -0.098 -0.041 -0.423
O -24.897 3.949 -7.129 0.322 0.069 0.507
O 22.642 2.247 -5.543 -0.706 0.157 0.198
O 11.862 -4.25 -5.581 -0.083 0.162 -0.383
O 15.577 7.684 -5.312 -0.18 0.107 -0.073
O 18.863 -3.225 -3.298 -0.412 -0.028 0.001
O 21.127 1.068 -1.418 0.376 0.341 -0.12
O 12.333 5.201 -3.859 0.449 -0.323 -0.571
O 12.407 4.553 22.897 -0.061 0.253 0.458
O -9.769 -4.054 -2.972 0.414 0.347 0.349
O 20.768 -7.051 -5.58 0.103 0.145 0.398
O 18.78 5.347 21.976 0.155 0.183 0.489
O 25.431 -0.483 -7.793 -0.06 -0.36 -0.077
O -20.759 -4.693 -6.964 -0.257 -0.087 -0.02
O 16.9 3.726 22.733 -0.132 -0.209 0.129
O 23.08 -1.061 -7.117 0.037 -0.674 0.019
O 24.632 3.05 26.596 0.1 -0.138 0.199
O -25.425 3.649 -1.194 -0.287 -0.159 -0.374
O 12.974 -1.958 -5.631 0.231 0.221 0.131
O 6.253 -1.338 -4.508 0.22 -0.103 -0.165
O 11.094 -0.804 -7.169 -0.22 -0.248 0.106
O 22.473 5.875 23.558 -0.069 0.414 -0.454
O -2.641 2.507 -0.388 0.227 -0.185 -0.256
O -3.524 8.017 25.953 0.296 -0.02 0.237
O 22.245 0.306 -3.715 -0.404 -0.291 -0.136
O 10.13 -2.629 25.088 0.153 -0.062 0.288
O 14.685 4.17 24.146 -0.18 -0.048 0.307
O -32.222 -0.633 -4.232 0.128 0.289 0.453
O 11.269 -5.468 -3.452 0.365 0.244 0.122
O -10.188 -1.143 -1.371 -0.345 -0.382 -0.577
O -28.237 0.507 -7.344 -0.166 -0.149 -0.134
O 22.913 -6.178 -1.589 0.185 0.24 -0.356
O 21.865 -1.291 26.6 0.119 -0.225 -0.37
O 24.314 -5.397 22.179 0.159 -0.299 0.219
O 14.455 -4.283 -5.537 0.292 -0.4 0.261
O 25.92 -3.843 -7.524 0.244 0.094 0.096
O 18.035 -3.422 24.924 -0.313 0.113 -0.082
O -32.13 -1 -6.802 0.435 -0.321 -0.627
O -15.677 -2.679 -5.328 0.381 -0.12 0.176
O -22.778 5.123 -4.688 -0.136 -0.107 -0.579
O -28.733 7.435 -1.261 0.427 0.283 -0.604
O 26.038 -3.562 22.943 -0.334 0.092 -0.009
O 25.538 0.508 22.964 0.404 -0.25 0.342
O -31.817 -5.911 23.11 0.373 0.029 0.181
O -28.952 1.586 23.715 -0.153 0.058 0.242
O -26.381 -7.073 23.01 -0.154 0.171 0.118
O 26.935 7.937 22.051 0.22 -0.208 0.54
O -24.209 8.114 -0.297 0.096 -0.291 -0.189
O -14 -0.653 -4.982 -0.073 0.086 -0.161
O -7.508 -0.102 -5.185 0.302 -0.109 0.585
O -28.862 -1.587 -2.271 0.04 0.056 -0.646
O -32.48 -5.438 -0.234 0.183 0.131 -0.442
O 28.096 -1.948 23.147 0.144 -0.012 0.633
O 29.788 -0.095 22.275 -0.252 0.188 0.284
O 28.577 -6.784 23.073 0.267 0.183 0.308
O 26.565 -4.36 -1.396 0.127 0.161 -0.21
O -26.716 -7.018 -5.989 -0.249 0.205 -0.639
O -29.627 -3.16 -0.362 -0.586 0.476 0.171
O -20.373 -2.209 -7.74 -0.32 -0.088 -0.242
O 27.501 5.361 -3.572 0.018 0.17 -0.731
O -29.108 -0.016 25.779 -0.189 -0.076 -0.012
O -27.526 -7.514 25.29 -0.197 -0.164 0.472
O -21.85 0.002 -0.333 0.102 0.184 -0.574
O 30.388 2.447 -0.422 0.012 0.078 -0.5
O -25.341 4.727 23.006 0.08 -0.04 0.195
O -25.904 -6.595 -1.332 0.129 -0.339 -0.219
O -30.211 -7.928 -3.357 0.181 0.116 0.081
O -27.006 -4.083 -5.079 -0.05 0.044 0.071
O -27.714 -4.746 -1.264 -0.01 0.136 -0.408
O -17.147 -8.037 -7.024 0.147 -0.254 -0.089
O -28.283 7.369 23.206 -0.298 0.175 0.048
O -4.645 4.044 -1.27 -0.084 0.495 -0.271
O -24.624 0.076 25.506 0.116 0.21 0.035
O -30.873 -7.372 -0.995 -0.267 0.256 -0.477
O -20.421 -2.058 -1.048 0.531 -0.127 -0.232
O 25.256 -7.198 -4.37 -0.312 0.104 0.711
O 24.172 3.481 -7.339 0.177 -0.067 0.433
O 32.579 5.067 -3.43 0.286 -0.33 -0.077
O -29.893 2.682 -0.429 -0.163 -0.108 -0.69
O -15.815 -0.536 -6.919 0.415 -0.185 -0.527
O -21.067 -7.316 -7.029 -0.209 0.021 -0.065
O 30.923 -3.842 -1.071 0.176 0.019 -0.377
O 31.567 -2.905 -7.594 0.002 -0.026 0.413
O -31.77 1.433 -6.039 -0.061 0.603 0.563
O -28.123 -2.304 24.866 0.148 0.301 -0.469
O -14.908 0.648 -2.972 0.122 0.595 0.118
O 24.964 7.77 -6.614 -0.01 0.175 -0.141
O -23.53 6.666 23.06 0.123 -0.024 0.579
O -32.258 -3.234 -4.592 -0.201 -0.365 -0.535
O -17.829 -4.637 22.998 -0.175 -0.213 0.261
O -25.996 1.702 -2.799 -0.422 0.134 0.213
O -19.59 -6.602 23.107 0.157 0.139 0.059
O -31.345 -1.805 23.513 0.087 0.344 0.3
O 28.254 -4.459 24.067 0.605 0.02 0.087
O -28.952 -4.211 23.121 -0.079 -0.478 -0.009
O 16.2 5.988 -3.421 0.733 -0.354 -0.373
O 24.598 -2.742 -0.634 -0.21 -0.305 -0.617
O -23.733 1.644 -1.252 0.132 -0.151 -0.462
O -25.443 -3.286 -7.633 0.094 -0.256 -0.24
O 30.997 -0.554 26.684 -0.006 0.439 -0.296
O -22.281 -0.196 -5.14 0.256 0.296 -0.185
O 24.846 -1.226 24.97 -0.128 -0.084 -0.146
O -25.447 -0.86 23.198 -0.456 -0.101 0.198
O -10.055 -0.981 25.749 -0.087 0.063 0.463
O -27.804 -1.679 -5.835 0.552 0.072 0.202
O -27.152 2.909 22.406 -0.05 -0.039 0.442
O 30.458 6.49 22.824 0.089 0.318 0.046
O -27.101 5.497 -0.416 0.018 -0.163 -0.478
O -21.876 6.737 -0.684 0.512 0.327 0.082
O 25.318 4.268 -2.766 0.025 0.09 -0.228
O 31.547 1.788 22.968 0.227 -0.288 0.572
O -27.434 0.827 -4.949 -0.239 0.585 -0.229
O -24.801 0.368 -4.675 0.009 -0.076 -0.053
O -14.681 -0.684 22.991 -0.234 0.183 0.355
O 31.013 -1.665 -5.458 -0.466 -0.012 0.194
O 18.159 4.478 26.336 -0.338 0.794 -0.173
O 2.643 5.397 -7.24 -0.361 -0.201 -0.396
O 29.524 5.986 25.134 -0.56 -0.213 -0.06
O -27.98 -4.873 25.396 0.273 0.377 0.108
O 31.105 -2.202 -3 -0.103 0.195 0.134
O -0.646 -7.929 -4.568 0.144 0.547 0.159
O -17.218 -7.614 -4.479 0.322 -0.177 0.439
O 31.867 -8.145 -7.45 0.091 0.003 -0.374
O 8.159 -2.757 -0.724 0.342 0.057 -0.624
O 30.047 5.635 -3.548 -0.114 0.544 0.305
O 30.053 8.159 -0.453 -0.182 0.092 -0.477
O 27.008 2.624 22.245 0.232 0.183 0.605
O -31.354 -1.536 -1.407 -0.029 0.215 -0.229
O -26.779 -0.956 26.669 0.097 -0.261 0.369
O 21.308 -5.125 -7.271 0.043 -0.463 -0.649
O -26.755 -1.112 -0.599 0.056 -0.058 0.026
O 32.362 -8.097 22.165 0.184 -0.086 0.394
O -12.481 -0.618 -2.777 0.073 -0.398 0.113
O 32.44 2.459 25.237 -0.449 -0.237 0.042
O -31.959 4.18 -1.083 -0.537 -0.467 -0.474
O -6.432 2.083 -1.517 -0.123 0.024 -0.306
O 20.772 6.973 -4.283 0.033 -0.752 0.044
O 28.802 4.321 -1.498 -0.443 0.086 -0.046
O -25.292 5.581 -3.8 -0.365 -0.388 0.447
O 31.779 6.356 -1.256 -0.313 -0.009 -0.575
O -24.205 -1.058 -6.769 -0.369 0.21 -0.263
O -27.148 -2.646 22.175 -0.145 0.099 0.26
O 10.367 5.106 -5.587 0.233 0.545 -0.074
O -30.989 6.414 -1.897 0.435 -0.276 -0.133
O -13.683 -2.32 -6.901 0.197 0.382 -0.43
O -10.372 1.016 -2.924 0.636 0.426 0.013
O 28.886 -3.85 -2.638 0.027 -0.077 -0.633
O 31.787 6.572 -5.416 -0.46 0.267 -0.155
O -24.836 7.851 -4.991 0.758 -0.238 0.291
O -28.272 0.81 -1.354 0.162 0.306 -0.628
O -11.978 -5.451 -3.229 -0.496 -0.53 0.05
O 28.608 4.575 23.079 -0.191 0.058 0.493
O -27.305 7.436 -4.268 -0.192 -0.401 0.505
O 5.509 7.847 25.112 -0.329 0.069 0.763
O -30.038 5.524 22.383 -0.001 0.038 0.253
O 1.88 8.144 -3.558 0.267 0.31 -0.391
O -17.622 -6.355 24.968 0.148 -0.104 -0.42
O -31.816 3.668 23.123 0.068 -0.174 0.047
O 27.184 -6.513 -5.998 -0.239 -0.121 0.01
O 25.135 -2.112 -5.752 0.539 0.186 0.726
O -29.116 -7.089 -5.415 0.071 0.087 -0.748
O 30.698 -0.263 -7.672 -0.094 -0.113 -0.307
O -18.287 4.319 -7.187 -0.32 -0.07 -0.466
O -17.31 -0.787 -2.992 -0.237 -0.203 0.262
O -20.849 5.848 -3.019 0.34 0.251 -0.127
O 30.189 1.636 -5.883 -0.034 -0.404 0.295
O -30.444 -3.637 -2.795 0.05 -0.334 0.191
O -26.658 -0.712 -3.085 0.138 -0.553 -0.169
O 26.797 -2.819 25.346 0.244 -0.317 0.235
O 31.037 4.194 23.923 0.081 0.057 0.201
O 32.506 -3.874 24.662 -0.163 -0.146 0.333
O -7.298 1.677 -7.032 0.3 0.147 0.189
O 13.296 -3.303 -3.451 -0.17 -0.203 0.24
O -18.251 6.426 -5.489 -0.209 -0.121 0.559
O -13.636 2.726 -0.277 0.041 0.151 -0.453
O -32 -1.616 26.01 0.321 -0.08 0.07
O -24.475 -5.368 22.324 0.119 0.189 0.694
O -21.201 -2.62 -5.362 0.309 -0.295 0.274
O 6.745 -1.865 -7.078 -0.081 0.431 -0.192
O -28.067 -3.784 -7.394 -0.486 -0.357 -0.176
O -30.334 2.349 25.95 -0.108 0.494 0.162
O -16.282 3.944 -5.593 0.006 -0.156 0.287
O -6.97 6.18 -1.118 0.737 -0.324 -0.106
O -12.512 7.421 -1.138 0.483 0.209 -0.094
O -22.61 -3.707 23.206 0.327 -0.123 0.199
O -23.674 1.125 23.239 -0.071 0.131 0.535
O -14.834 -5.769 22.946 -0.434 0.276 0.192
O 0.181 2.475 -4.601 0.016 -0.385 -0.007
O -9.833 -7.24 23.137 0.073 0.184 0.357
O -13.187 -8.098 -3.527 -0.092 0.349 -0.083
O -8.345 -8.03 -0.418 0.185 0.009 -0.439
O 17.717 -0.806 -3.324 0.028 0.229 -0.43
O 5.296 0.723 -3.441 0.151 0.439 -0.013
O -16.979 1.161 -1.279 -0.134 0.348 -0.436
O -16.275 -5.468 -0.34 -0.001 -0.035 -0.514
O -20.64 -1.918 23.041 0.162 -0.313 0.205
O -18.969 0 22.316 0.084 0.023 0.582
O 17.019 -5.79 25.484 0.006 -0.057 0.416
O -22.493 -3.797 -1.205 0.213 -0.478 -0.328
O -1.077 5.78 22.615 0.348 -0.297 0.334
O -13.6 -2.618 -0.277 0.208 0.247 -0.42
O -23.266 5.259 -2.131 -0.131 -0.209 0.413
O -20.245 4.763 -5.417 -0.198 -0.602 -0.144
O -11.163 -7.985 25.315 -0.064 -0.404 0.46
O -5.327 0.012 -0.498 -0.141 0.03 -0.194
O 20.413 5.472 25.256 0.127 0.123 -0.043
O -9.033 4.386 23.372 -0.18 -0.287 0.415
O -9.045 -1.136 -6.978 0.318 -0.101 -0.108
O -31.288 3.527 -7.487 0.188 0.032 0.425
O -10.919 5.542 -0.328 -0.086 0.015 -0.506
O -29.645 -3.558 -5.286 0.047 -0.074 -0.095
O -22.586 6.893 -7.297 -0.06 -0.215 0.057
O -11.57 7.097 23.092 -0.316 0.126 0.319
O -15.522 -1.032 -1.112 -0.1 -0.022 -0.224
O -11.65 4.596 -6.39 -0.006 -0.446 -0.149
O -14.342 -7.004 -1.305 0.034 0.407 -0.342
O 3.791 -0.013 24.858 -0.224 -0.391 -0.033
O -19.77 7.375 26.609 0.139 0.498 -0.527
O -8.828 4.193 -1.119 -0.161 -0.66 -0.205
O -16.178 5.124 -3.366 -0.305 -0.233 -0.02
O 6.14 7.139 -4.922 -0.115 0.539 0.36
O -20.367 -6.036 -1 -0.59 0.19 -0.408
O -9.591 -1.8 -4.474 -0.139 0.095 0.449
O 23.008 7.907 -5.012 -0.06 0.089 0.489
O -13.559 -1.064 25.27 -0.205 0.207 0.693
O -13.918 4.931 -4.952 0.104 -0.464 0.239
O -11.889 -6.759 -5.402 0.101 -0.11 -0.476
O -5.124 1.339 -5.524 0.099 -0.372 -0.296
O -10.144 0.593 -5.426 0.138 0.131 -0.716
O -7.098 6.141 23.056 0.346 -0.262 0.274
O -9.235 -1.459 23.244 0.271 0.394 0.412
O -9.434 5.502 -5.367 0.4 -0.096 -0.199
O -5.578 1.035 25.836 0.322 -0.28 0.017
O -24.387 -7.41 -7.29 -0.187 0.332 -0.412
O -30.341 -3.577 25.245 0.019 -0.235 0.067
O -0.288 -0.218 -7.297 0.015 0.318 -0.226
O -12.37 -4.809 22.702 0.239 -0.441 0.344
O -23.665 1.541 -6.739 0.151 -0.032 -0.018
O -18.333 -0.428 -7.823 0.158 0.19 -0.23
O -18.184 -2.539 -4.882 -0.684 -0.075 -0.26
O 20.739 -3.451 25.39 0.256 -0.454 -0.062
O -13.833 5.384 -7.537 -0.054 0.32 -0.227
O -13.52 -4.676 -5.486 -0.505 0.025 0.364
O -22.97 -1.253 24.005 0.215 0.124 0.253
O -14.605 1.255 24.885 -0.121 0.216 -0.271
O 16.311 0.382 -1.295 0.543 0.157 -0.066
O 1.604 1.31 24.164 -0.023 0.034 0.791
O -10.81 2.648 22.46 0.153 -0.152 0.257
O -17.194 1.837 -7.042 -0.05 -0.026 -0.067
O -21.17 7.195 -5.172 -0.328 0.581 0.373
O 7.412 5.113 -3.744 -0.401 -0.172 0.051
O -8.517 -3.94 -5.41 0.011 0.022 -0.689
O -17.078 1.695 23.07 0.38 -0.315 0.558
O -22.853 -3.216 -7.289 -0.077 -0.555 -0.564
O -4.643 -7.379 -1.617 -0.533 -0.198 -0.202
O -14.812 -4.363 -7.899 0.176 -0.221 -0.307
O -4.534 -5.438 -7.009 -0.782 -0.219 -0.186
O 5.534 6.655 -7.392 -0.307 -0.154 0.03
O -22.062 -1.935 -3.075 -0.366 0.119 0.373
O 11.223 6.562 26.48 0.015 0.101 -0.139
O 18.969 -6.259 -7.385 0.001 -0.072 -0.289
O -13.064 -6.197 24.714 -0.351 -0.286 -0.006
O -2.889 5.036 -7.565 0.001 -0.293 -0.627
O -16.24 -2.705 22.221 0.159 -0.067 0.506
O -18.61 -6.025 -2.93 0.18 -0.468 -0.138
O 26.983 1.413 -7.269 -0.027 -0.312 0.452
O -17.038 -4.939 -4.732 0.542 -0.032 0.358
O 14.251 -5.715 -7.793 -0.221 0.067 0.049
O -18.999 8.166 -0.258 -0.212 0.008 -0.609
O -21.833 2.847 22.362 0.003 -0.213 0.285
O -18.392 -4.169 -1.083 0.172 0.36 -0.596
O 9.513 -6.15 -7.606 -0.086 0.243 -0.285
O -12.597 7.037 -5.855 0.022 0.242 -0.302
O -7.459 5.097 25.434 -0.244 -0.103 0.011
O -24.718 -5.701 -5.206 0.463 0.132 0.311
O -9.261 6.793 24.397 -0.147 0.259 0.318
O -16.37 3.164 25.18 -0.223 0.278 0.519
O -15.44 4.516 -0.999 -0.341 -0.126 -0.443
O 29.303 -1.708 -1.195 0.343 -0.03 -0.391
O -10.43 3.07 -4.689 0.339 0.22 0.151
O -21.012 4.249 -1.047 -0.104 -0.233 -0.037
O -14.9 6.906 -2.007 -0.132 -0.01 -0.348
O -1.586 5.311 25.117 -0.181 0.51 0.507
O 10.551 0.869 -3.79 -0.108 -0.596 0.018
O -3.172 -7.584 -3.907 0.211 -0.102 0.497
O -24.069 3.217 -3.416 0.404 -0.239 -0.488
O 8.213 0.131 25.02 0.145 0.658 0.199
O 8.444 -3.843 -7.355 0.173 -0.044 -0.194
O -20.407 -4.046 -2.729 -0.188 -0.08 -0.807
O -15.741 6.661 -5.448 0.485 0.536 -0.247
O -8.84 6.099 -2.938 -0.017 0.333 0.057
O -11.769 0.869 -0.786 0.177 0.058 -0.037
O 9.523 -7.1 -2.392 -0.686 0.238 -0.096
O -19.887 -0.778 -3.991 0.13 0.292 0.491
O 27.277 -5.729 -3.52 0.282 0.018 0.048
O -10.694 -2.964 21.788 0.298 0.077 0.322
O -13.486 5.472 22.287 -0.093 -0.229 0.19
O -8.196 7.82 -4.834 -0.208 0.079 0.106
O 29.385 -6.991 -7.265 -0.069 0.18 0.236
O -15.148 3.543 22.956 0.27 -0.174 0.385
O 26.396 7.721 26.101 0.171 -0.263 -0.272
O 9.167 4.596 24.634 0.621 -0.042 -0.023
O 26.497 -6.323 24.806 -0.202 0.128 -0.126
O 2.998 -3.66 -7.853 -0.055 -0.419 -0.247
O 19.247 -3.028 -0.264 -0.085 -0.062 -0.562
O 13.181 1.792 -3.402 0.302 -0.208 -0.226
O -1.344 -4.665 23.291 -0.517 -0.362 -0.005
O 0.979 -1.625 -5.389 -0.203 0.213 0.297
O 1.765 -6.293 22.932 -0.422 0.065 0.172
O -18.964 2.725 -0.366 0.253 0.293 -0.468
O -21.364 -2.79 25.382 -0.185 0.56 0.661
O -11.683 -2.093 23.991 -0.229 -0.02 -0.337
O -12.177 -4.466 -7.607 0.254 -0.531 0.319
O 30.669 8.04 26.512 0.102 -0.151 0.167
O 26.029 0.999 26.301 0.295 0.05 -0.027
O -25.64 -4.567 -3.006 0.223 0.305 0.235
O 12.537 0.63 -5.604 0.427 0.092 -0.376
O -24.548 -3.143 -5.167 0.419 0.351 0.26
O -8.121 -5.4 22.28 -0.17 -0.169 0.237
O -24.554 -2.629 -0.215 -0.188 0.158 -0.156
O -11.06 -4.046 -5.188 0.116 0.222 -0.211
O -6.813 1.091 23.432 -0.232 0.083 0.427
O 24.174 -7.547 24.975 0.026 -0.183 -0.539
O 11.242 7.497 -3.289 0.079 0.421 -0.635
O -2.934 7.099 23.696 -0.186 -0.013 -0.275
O 16.581 7.977 25.243 -0.118 -0.458 -0.336
O -17.654 4.218 23.114 -0.203 -0.11 -0.709
O -12.545 1.425 -4.328 -0.279 0.408 -0.428
O 24.293 5.238 25.312 -0.106 0.082 0.123
O -11.622 -4.144 -1.058 0.122 0.069 -0.161
O -9.243 3.515 -7.039 -0.263 0.309 0.092
O 16.137 -7.642 -3.005 -0.452 0.285 0.036
O -25.908 6.991 24.225 0.005 0.041 0.262
O 8.673 7.379 -4.106 0.118 0.319 -0.194
O -21.601 -8.115 22.238 0.05 -0.116 0.482
O -19.256 -6.222 -5.435 -0.449 0.196 0.044
O -31.095 -5.613 -4.44 -0.225 -0.217 0.126
O 31.571 -6.445 24.821 0.424 -0.418 0.155
O 11.443 2.969 -4.881 0.054 0.214 -0.679
O -17.334 6.336 -1.246 -0.259 -0.068 -0.42
O -10.079 -6.213 -1.384 -0.037 -0.263 -0.353
O -31.602 -7.937 -5.606 -0.054 0.349 -0.253
O -3.19 -3.928 -5.41 -0.083 -0.407 0.066
O -31.482 6.22 -7.145 0.32 0.106 0.327
O -27.741 2.191 26.051 0.342 -0.093 -0.156
O -27.497 -6.39 -3.417 -0.093 0.238 -0.041
O 29.121 3.196 -3.829 -0.325 -0.551 0.355
O 7 4.13 25.938 0.02 0.304 0.222
O -25.75 3.768 26.402 0.145 0.062 -0.104
O 21.295 7.109 -6.937 0.173 -0.205 0.106
O 14.966 -6.658 24.058 -0.288 -0.364 -0.08
O -17.257 -3.865 -7.091 -0.308 -0.102 -0.228
O 2.586 -4.652 24.853 0.238 0.877 -0.013
O -17.808 0.065 -5.318 -0.23 0.36 0.133

Results
total energy: -406622.375 eV
total energy less fixed offsets of O -438.25, Si -107.07 eV per atom: -9.575 eV
